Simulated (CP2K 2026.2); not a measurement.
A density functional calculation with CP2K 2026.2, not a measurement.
Periodic cell of 1996 atoms, Si1440O556, from a study of silicon, its oxide and their interface. The atomic structure is a simulated model.
Doubt: the forces sum to 2.27 eV/angstrom along one axis rather than to zero, so they err by at least 0.0011 eV/angstrom per atom on average; the grid cutoff is modest.

Settings: functional PBE; method Gaussian and plane waves; basis set DZVP-MOLOPT-SR-GTH; pseudopotentials GTH-PBE; grid cutoff 300 Ry, relative cutoff 40 Ry; k points Gamma only; occupations fixed; spin none; net charge 0.

Cell vectors (angstrom)
a	65.28	0	0
b	0	16.32	0
c	-0.4534	-0.5253	33.2984

Atoms and the computed forces on them: element, x, y, z (angstrom), force x, y, z (eV/angstrom)
Si	1.239	-1.787	1.137	-0.092	0.23	0.692
Si	3.638	1.188	1.132	0.049	0.154	0.577
Si	0.633	4.542	1.358	0.262	-0.288	0.09
Si	3.444	7.182	1.409	-0.16	0.201	0.477
Si	1.731	-7.437	1.376	0.047	-0.037	0.039
Si	4.532	-4.835	1.4	0.139	-0.124	0.532
Si	6.984	-2.08	1.225	0.028	-0.038	0.038
Si	9.153	1.895	0.637	-0.016	0.175	0.066
Si	7.238	4.312	0.982	0.237	0.186	0.565
Si	10.111	6.378	1.626	0.011	-0.15	0.557
Si	6.367	9.898	1.351	-0.224	0.162	0.536
Si	9.086	-3.772	1.223	-0.083	0.084	0.08
Si	12.103	-1.207	1.257	0.023	-0.089	0.723
Si	14.669	1.624	1.371	0.443	-0.219	0.538
Si	11.768	4.761	1.755	-0.028	0.099	0.09
Si	15.045	6.747	1.899	0.23	-0.32	0.008
Si	12.693	-7.598	1.316	-0.021	0.309	0.603
Si	15.756	-5.187	1.127	-0.134	-0.435	0.437
Si	17.288	-1.15	0.082	0.289	-0.414	-0.343
Si	19.397	0.749	0.478	0.103	0.131	0.642
Si	16.866	4.913	1.504	0.026	0.047	0.613
Si	20.4	6.594	1.226	-0.219	0.464	0.221
Si	17.596	-6.585	1.731	-0.298	0.172	0.304
Si	20.021	-4.392	0.595	-0.163	-0.088	0.443
Si	22.39	-2.963	1.116	0.083	0.49	0.284
Si	25.745	1.075	1.775	0.013	0.04	0.667
Si	22.161	3.968	1.168	-0.395	-0.349	0.447
Si	25.71	7.207	-0.077	-0.076	-0.004	-0.027
Si	25.129	6.931	-3.055	-0.071	0.008	0.095
Si	23.62	-5.712	1.244	0.47	-0.083	0.262
Si	27.766	-1.078	0.742	0.079	-0.085	0.12
Si	31.159	1.445	1.484	0.3	-0.135	0.745
Si	28.973	3.677	1.528	-0.188	0.12	0.714
Si	31.894	6.252	1.826	0.049	0.004	0.004
Si	27.562	-6.969	0.278	0.211	-0.021	0.535
Si	31.005	-4.833	1.321	-0.274	-0.37	0.458
Si	-31.235	-1.429	0.375	0.068	-0.035	0.02
Si	-29.158	0.694	0.514	0.093	0.001	0.649
Si	33.59	4.582	1.736	-0.088	0.211	0.566
Si	36.117	7.387	1.723	-0.091	0.054	0.066
Si	34.369	-7.302	1.56	-0.011	-0.014	-0.084
Si	37.244	-4.652	1.511	-0.001	-0.057	-0.004
Si	39.901	-1.772	1.021	-0.003	-0.054	-0.015
Si	-23.234	1.534	1.554	0.011	-0.212	0.693
Si	39.439	3.306	1.325	-0.313	0.293	0.678
Si	-23.577	6.849	1.403	-0.616	0.288	0.214
Si	38.96	-6.425	1.546	-0.221	0.319	0.394
Si	-23.44	-3.246	0.417	0.059	0.692	0.094
Si	-21.323	-2.074	0.524	-0.079	0.014	-0.114
Si	-18.274	1.204	1.588	0.287	-0.442	0.11
Si	-20.258	3.704	1.403	-0.203	0.217	0.621
Si	-17.97	6.869	1.45	0.11	-0.022	0.591
Si	-20.328	-7.369	1.395	-0.045	0.319	0.688
Si	-17.721	-4.252	1.127	-0.013	-0.023	-0.015
Si	-14.729	-1.648	1.325	-0.227	0.074	0.704
Si	-12.561	1.431	1.473	0.283	-0.171	0.659
Si	-14.862	3.529	1.547	-0.116	0.122	0.728
Si	-12.062	6.337	1.425	-0.074	0.072	0.667
Si	-16.13	-6.214	0.901	-0.496	0.152	0.545
Si	-12.472	-3.808	1.451	0.106	-0.056	0.657
Si	-9.297	-1.785	1.396	-0.025	0.219	0.636
Si	-6.7	1.178	1.476	-0.377	0.392	0.181
Si	-9.732	4.274	1.525	0.058	-0.165	0.61
Si	-6.499	6.326	1.614	0.179	-0.264	0.484
Si	-9.609	-7.037	0.891	-0.002	-0.021	-0.191
Si	-7.151	-4.041	1.324	0.141	-0.056	0.697
Si	-4.496	-1.018	1.314	0.037	-0.092	0.688
Si	-1.653	1.65	1.23	-0.13	-0.007	0.725
Si	-4.851	4.527	1.52	-0.043	0.172	0.641
Si	-1.539	6.746	1.645	0.096	0.011	0.402
Si	-3.799	-7.402	1.395	-0.03	0.12	0.64
Si	-1.321	-4.515	1.345	-0.069	0.048	0.721
Si	2.403	-0.198	2.507	-0.014	0.007	-0.012
Si	5.066	2.612	2.433	-0.238	-0.367	0.361
Si	2.414	5.471	2.655	0.006	0.041	-0.032
Si	5.321	8.127	2.546	0.004	0.035	-0.045
Si	2.699	-5.676	2.617	-0.025	0.046	-0.094
Si	5.374	-3.003	2.64	-0.054	-0.101	-0.055
Si	7.867	-0.22	2.366	-0.079	-0.289	0.49
Si	10.951	2.947	2.932	0.314	0.372	0.346
Si	8.24	5.473	2.706	-0.017	0.03	-0.045
Si	11.053	-8.245	2.872	-0.036	-0.025	-0.065
Si	8.097	-5.422	2.618	-0.035	-0.021	-0.094
Si	10.817	-2.742	2.5	0.026	0.065	-0.028
Si	13.521	0.063	2.677	0.036	-0.07	0.003
Si	16.337	2.853	2.609	-0.051	-0.072	-0.082
Si	13.56	5.482	3.118	-0.063	-0.083	-0.017
Si	16.419	-8.104	3.018	0.03	0.015	0.012
Si	13.726	-5.689	2.346	0	0.026	-0.166
Si	16.556	-2.562	2.6	-0.12	-0.02	0.635
Si	19.739	0.805	2.785	-0.014	0.029	-0.011
Si	21.411	2.545	2.916	0.067	-0.03	-0.123
Si	18.886	5.558	2.7	-0.004	-0.021	-0.114
Si	21.836	-8.063	2.489	-0.47	-0.374	0.182
Si	19.218	-5.24	2.691	0.038	0.059	-0.044
Si	22.655	-1.881	3.078	-0.007	-0.01	0.04
Si	24.326	-0.159	3.181	-0.085	0.003	-0.057
Si	27.328	2.547	2.834	-0.087	-0.044	0.007
Si	24.359	5.836	2.39	-0.347	0.323	0.458
Si	28.039	-7.424	2.645	0.012	0.034	-0.034
Si	25.135	-4.901	2.864	0.051	0.026	0.071
Si	26.823	-3.097	2.793	-0.134	-0.184	0.428
Si	29.981	-0.03	2.819	0.304	0.289	0.247
Si	32.736	2.686	2.788	-0.042	-0.048	-0.04
Si	30.065	5.3	2.893	-0.048	-0.07	0.012
Si	32.786	-8.256	3.012	0.004	-0.034	0.007
Si	29.754	-5.769	3.042	0.012	-0.05	-0.053
Si	32.783	-2.661	2.839	0.064	0.039	0.725
Si	36.191	0.678	2.835	0.027	-0.005	0.066
Si	37.93	2.395	2.987	-0.018	0.037	-0.046
Si	35.347	5.532	2.959	0.032	0.019	-0.062
Si	37.933	-8.042	2.932	0.009	0.023	0.012
Si	35.443	-5.528	2.778	0.015	-0.03	-0.054
Si	38.322	-2.806	2.582	0.001	-0.004	0.018
Si	-24.456	-0.153	2.608	-0.037	0.037	-0.035
Si	-21.824	2.769	2.901	0.024	-0.008	-0.069
Si	-24.805	5.231	2.614	-0.035	-0.042	0.045
Si	-21.994	-8.279	2.779	0.004	-0.009	-0.011
Si	-24.477	-5.357	2.603	-0.235	-0.281	0.281
Si	-21.09	-1.96	2.838	0.032	-0.017	0.1
Si	-19.405	-0.228	3.114	-0.014	-0.039	-0.053
Si	-16.509	2.384	2.782	-0.036	0.009	0.005
Si	-19.141	5.306	2.72	-0.004	0.008	0.008
Si	-16.504	-8.033	2.55	-0.048	-0.013	-0.017
Si	-19.216	-5.496	2.518	0.02	-0.059	-0.026
Si	-16.449	-2.787	2.56	-0.001	0.03	-0.082
Si	-13.675	-0.139	2.787	-0.031	0.042	-0.026
Si	-10.955	2.64	2.712	0.022	-0.028	-0.085
Si	-13.712	5.253	2.717	0.005	-0.013	0.008
Si	-10.94	-8.231	2.53	-0.064	-0.01	-0.039
Si	-13.725	-5.343	2.639	0.264	0.148	0.401
Si	-10.88	-2.782	2.778	-0.033	-0.044	-0.02
Si	-8.203	-0.14	2.706	-0.025	0.024	-0.072
Si	-5.622	2.738	2.831	0.07	0.048	-0.011
Si	-8.251	5.431	2.879	0.013	0.016	-0.026
Si	-5.435	7.993	2.809	-0.038	-0.016	-0.057
Si	-8.359	-5.665	2.509	0.032	0.054	-0.032
Si	-5.556	-2.774	2.547	0.023	-0.005	-0.042
Si	-2.863	0.079	2.583	0.008	-0.004	-0.053
Si	-0.311	2.867	2.706	0.014	-0.069	-0.029
Si	-2.992	5.348	2.791	-0.068	-0.064	-0.076
Si	-0.022	8.095	2.792	-0.013	0.043	-0.059
Si	-2.832	-5.66	2.674	0.001	-0.013	-0.076
Si	-0.13	-2.944	2.611	-0.031	0.018	-0.044
Si	1.142	1.325	3.854	0.033	-0.003	0.03
Si	3.874	4.045	3.877	-0.011	-0.024	0.019
Si	1.214	6.73	4.196	0.033	0.033	0.012
Si	4.045	9.412	4.076	-0.007	0.022	0.032
Si	1.325	-4.227	3.938	0.012	-0.018	0.012
Si	3.943	-1.482	3.83	0.047	0.066	0.003
Si	6.607	1.286	3.767	-0.001	0.028	-0.013
Si	9.417	4.108	4.217	0.065	0.013	-0.113
Si	6.733	6.808	3.909	-0.011	-0.029	-0.04
Si	9.535	-6.784	3.923	0.052	0.027	0.04
Si	6.783	-4.148	4.104	0.012	0.029	0.002
Si	9.5	-1.27	3.829	0.004	0.013	-0.037
Si	12.297	1.452	4.126	0.006	-0.017	-0.009
Si	14.999	4.018	4.202	0.032	-0.008	-0.046
Si	12.271	6.869	4.42	-0.055	-0.061	-0.018
Si	14.959	-6.693	4.12	-0.028	0.045	-0.015
Si	12.32	-4.158	3.714	0.012	-0.077	0.019
Si	15.006	-1.313	3.904	0.048	0.025	-0.022
Si	17.825	1.586	3.973	-0.034	-0.04	-0.025
Si	20.299	4.211	4.116	0.022	0.098	0.047
Si	17.796	6.876	4.267	0.006	-0.069	0.047
Si	20.562	-6.681	3.953	0.041	0.007	-0.038
Si	17.887	-3.859	4.036	0.009	0.036	0.009
Si	20.665	-1.029	4.034	0.011	-0.047	-0.077
Si	23.153	1.564	4.243	-0.069	-0.009	0.039
Si	26.216	4.132	4.126	0.136	-0.369	0.434
Si	23.158	7.002	3.996	0.038	-0.053	-0.067
Si	26.19	-6.643	4.032	-0.038	0.011	-0.036
Si	23.455	-3.849	4.215	0.016	0.028	-0.008
Si	25.951	-1.411	4.296	0.036	-0.016	0.021
Si	28.687	1.292	4.254	0.007	-0.01	-0.011
Si	31.382	3.96	4.292	0.034	0.018	-0.025
Si	28.772	6.937	3.993	-0.033	0.039	-0.023
Si	31.424	-6.825	4.28	0.025	0.041	0.026
Si	28.604	-4.032	4.135	-0.038	0.005	-0.024
Si	31.352	-1.37	4.16	0.017	-0.018	-0.022
Si	34.242	1.416	4.058	-0.002	-0.037	-0.025
Si	36.796	4.108	4.173	0.01	0.001	0.015
Si	34.075	6.781	4.461	-0.02	0.014	-0.048
Si	36.701	-6.725	4.358	-0.045	0.023	-0.001
Si	34.185	-4.034	4.11	-0.027	-0.015	-0.029
Si	36.977	-1.31	3.934	-0.069	0.017	-0.064
Si	-25.728	1.211	4.169	0.045	-0.024	-0.013
Si	-23.258	4.145	4.111	-0.013	0.021	0.035
Si	-25.933	6.757	4.055	0.05	0.053	0.044
Si	-23.165	-6.721	4.04	0	0.027	0.036
Si	-25.7	-4.031	4.127	-0.024	-0.031	0.018
Si	-23.013	-1.289	4.074	0.047	-0.013	0.025
Si	-20.523	1.408	4.324	-0.023	0.008	0.041
Si	-17.73	3.979	4.067	0.02	0.007	0.048
Si	-20.553	6.664	4.074	0.013	0.038	0.032
Si	-17.853	-6.794	4.017	-0.02	0.011	0.01
Si	-20.396	-4.005	3.935	-0.043	0.047	-0.02
Si	-17.693	-1.454	4.123	0.068	0.05	-0.006
Si	-15.052	1.181	4.161	0.007	0.032	0.039
Si	-12.316	3.978	4.121	-0.008	0.003	0.033
Si	-15.063	6.821	3.883	-0.007	0.029	0.004
Si	-12.375	-6.877	3.88	0.005	0.013	-0.014
Si	-15.126	-4.103	4.055	0.017	-0.017	-0.009
Si	-12.269	-1.44	4.122	0.025	0.009	0.029
Si	-9.612	1.232	4.036	0.019	0.024	0.02
Si	-6.997	3.994	4.23	0.017	-0.025	0.003
Si	-9.625	6.859	4.085	-0.033	-0.03	0.009
Si	-6.905	-6.878	3.946	0.01	0.008	0.004
Si	-9.626	12.019	4.019	0.029	-0.023	-0.005
Si	-6.873	-1.502	4.058	0.025	-0.011	0.04
Si	-4.179	1.349	4.076	-0.019	0.01	0.041
Si	-1.624	4.047	4.177	0.012	0.006	0.034
Si	-4.181	6.709	4.254	0.019	-0.012	0.045
Si	-1.405	-6.855	4.093	-0.026	-0.041	0.01
Si	-4.193	-4.164	3.902	0.003	0.002	0.018
Si	-1.496	-1.422	3.863	0.035	0.017	0.002
Si	-0.147	-0.061	5.266	0	0.002	-0.021
Si	2.557	2.65	5.25	-0.03	0.001	0.006
Si	-0.181	5.38	5.477	0.003	-0.03	0.014
Si	2.653	8.096	5.44	0.018	0.003	0.02
Si	-0.044	-5.483	5.392	0.011	0.01	-0.005
Si	2.646	-2.808	5.276	0.016	-0.021	0.026
Si	5.305	-0.072	5.199	-0.02	0.006	0.021
Si	7.985	2.613	5.287	-0.026	-0.033	-0.011
Si	5.335	5.393	5.229	0	0.012	-0.015
Si	8.122	-8.147	5.286	0.001	-0.046	-0.024
Si	5.395	-5.509	5.408	0.001	-0.022	0.019
Si	8.169	-2.654	5.279	-0.019	-0.001	-0.044
Si	10.836	0.028	5.296	0.032	-0.012	0.034
Si	13.654	2.702	5.55	-0.056	0.072	0.016
Si	10.827	5.442	5.562	0.031	0.002	0.074
Si	13.668	-8.02	5.582	0.035	-0.009	0.022
Si	10.927	-5.397	5.239	0.026	0.022	-0.021
Si	13.626	-2.739	5.196	-0.001	0.026	-0.011
Si	16.434	0.081	5.252	-0.005	0.01	-0.037
Si	19.022	2.879	5.538	-0.005	-0.035	0.013
Si	16.362	5.479	5.502	-0.013	-0.042	-0.001
Si	19.22	-8.012	5.438	0.005	0.061	-0.036
Si	16.426	-5.274	5.335	-0.024	0.02	0.04
Si	19.268	-2.498	5.345	-0.003	0.002	0.013
Si	21.855	0.201	5.63	0.042	0.016	0.003
Si	24.63	2.917	5.441	0.028	0.054	-0.011
Si	21.819	5.573	5.355	0.011	-0.022	-0.02
Si	24.679	-8.035	5.301	0.026	-0.015	-0.02
Si	21.953	-5.312	5.33	-0.031	-0.013	-0.003
Si	24.66	-2.66	5.768	0.044	0.029	0.026
Si	27.309	-0.011	5.584	-0.013	-0.015	0.03
Si	30.018	2.663	5.625	-0.012	0.006	0.009
Si	27.446	5.576	5.479	-0.03	-0.005	-0.047
Si	30.068	-8.188	5.581	-0.026	-0.005	-0.003
Si	27.354	-5.366	5.607	-0.003	0.001	0.008
Si	29.982	-2.692	5.512	0.011	-0.016	0.03
Si	32.812	0.028	5.415	-0.002	0.026	-0.025
Si	35.435	2.772	5.555	0.002	-0.006	0.005
Si	32.689	5.372	5.673	-0.009	-0.039	-0.016
Si	35.418	-8.12	5.72	0.013	-0.028	0.013
Si	32.788	-5.367	5.512	-0.004	0.013	0.011
Si	35.555	-2.629	5.391	0.023	0.038	-0.025
Si	-27.069	-0.096	5.54	-0.013	0.015	0.011
Si	-24.456	2.682	5.498	0.003	0.024	-0.027
Si	-27.184	5.473	5.557	-0.012	-0.036	0.018
Si	-24.517	-8.15	5.384	-0.027	-0.033	-0.022
Si	-27.109	-5.35	5.534	0.015	0.015	-0.009
Si	-24.336	-2.693	5.469	0.01	0.008	-0.002
Si	-21.851	0.039	5.626	-0.021	-0.016	0.008
Si	-19.061	2.728	5.545	0.008	0.012	-0.006
Si	-21.866	5.41	5.521	0.012	-0.026	0.01
Si	-19.162	-8.217	5.373	0.012	0.039	-0.019
Si	-21.766	-5.361	5.365	-0.003	0.022	0.004
Si	-19.027	-2.834	5.469	-0.032	0.041	-0.001
Si	-16.376	-0.123	5.534	-0.042	-0.025	0.053
Si	-13.691	2.626	5.455	0.02	-0.006	-0.01
Si	-16.373	5.432	5.332	-0.027	0.015	-0.007
Si	-13.686	-8.228	5.314	0.029	-0.007	-0.006
Si	-16.45	-5.493	5.416	-0.025	-0.011	-0.025
Si	-13.692	-2.799	5.422	-0.028	-0.01	-0.016
Si	-10.953	-0.067	5.462	0.002	0.003	0.018
Si	-8.326	2.584	5.488	-0.037	-0.004	0.021
Si	-10.968	5.409	5.413	0.022	-0.006	-0.007
Si	-8.231	8.152	5.425	0.013	-0.009	-0.006
Si	-11.036	10.747	5.365	-0.026	0.009	0.007
Si	-8.259	-2.88	5.367	-0.039	0.011	-0.024
Si	-5.54	-0.08	5.387	0.005	0.018	-0.029
Si	-2.878	2.641	5.517	-0.031	-0.001	0.022
Si	-5.582	5.35	5.533	0.012	0.009	0.002
Si	-2.764	8.105	5.471	0.021	0.026	-0.002
Si	-5.56	-5.486	5.308	-0.003	-0.004	0.004
Si	-2.831	-2.784	5.27	0.006	0.006	-0.007
Si	1.252	-1.415	17.559	0.017	-0.033	0.013
Si	4	1.418	17.459	0.014	0.024	0.005
Si	1.31	4.091	17.496	0.004	0.021	-0.008
Si	4.03	6.77	17.487	-0.017	0.027	-0.001
Si	1.271	-6.826	17.433	-0.019	0.007	0.014
Si	4.053	-4.036	17.371	0.035	0.015	-0.019
Si	6.776	-1.343	17.478	-0.04	0.005	0.021
Si	9.49	1.324	17.594	0.03	-0.025	-0.001
Si	6.747	4.064	17.52	0.007	0.01	-0.01
Si	9.491	-9.502	17.47	0.005	0.034	0.004
Si	6.771	-6.823	17.484	-0.004	-0.018	-0.012
Si	9.466	-4.116	17.514	-0.007	0.002	0.015
Si	12.101	-1.376	17.552	0.001	-0.006	-0.014
Si	14.919	1.372	17.57	-0.008	0.019	0.015
Si	12.262	4.119	17.483	0.013	0.002	-0.01
Si	14.911	-9.54	17.503	0.006	0.014	-0.004
Si	12.203	-6.714	17.561	0.008	0.002	0.027
Si	14.927	-4.005	17.661	0.016	0.002	0.007
Si	17.653	-1.347	17.7	-0.012	0.001	-0.008
Si	20.397	1.305	17.686	-0.023	0.013	0.006
Si	17.699	4.112	17.477	-0.011	0.024	-0.011
Si	20.437	-9.47	17.598	0.01	0.016	-0.008
Si	17.616	-6.764	17.487	-0.011	-0.012	-0.024
Si	20.427	-4.059	17.682	-0.003	-0.009	0.012
Si	23.158	-1.316	17.695	-0.008	0.041	-0.001
Si	25.877	1.391	17.698	-0.016	0.003	-0.025
Si	23.129	4.084	17.608	0.008	0.013	-0.007
Si	25.885	-9.446	17.756	0.009	0.001	0.004
Si	23.149	-6.742	17.737	-0.006	-0.014	-0.004
Si	25.876	-4.033	17.787	0.006	-0.002	0.021
Si	28.607	-1.339	17.778	-0.026	0.013	-0.006
Si	31.336	1.406	17.774	-0.017	-0.015	-0.009
Si	28.604	4.127	17.769	0.033	0.01	-0.005
Si	31.348	-9.465	17.812	-0.006	0.003	0.007
Si	28.619	-6.75	17.853	0.031	-0.017	0.024
Si	31.315	-4.032	17.823	-0.014	0.011	-0.01
Si	34.035	-1.303	17.786	-0.022	-0.001	-0.013
Si	36.727	1.373	17.811	0.008	-0.027	0.015
Si	34.045	4.102	17.814	0.005	-0.006	0.008
Si	36.805	-9.466	17.721	0.009	-0.019	-0.012
Si	34.076	-6.715	17.774	0	-0.024	-0.015
Si	36.815	-3.968	17.886	0.036	0.028	0.002
Si	-25.825	-1.292	17.883	0.011	-0.013	-0.005
Si	-23.147	1.296	17.81	-0.036	0.021	0.007
Si	-25.797	4.105	17.677	-0.002	0.057	-0.02
Si	-23.079	-9.496	17.716	0.006	-0.006	-0.03
Si	-25.753	-6.704	17.798	0.025	0.004	0.001
Si	-23.06	-4.044	17.822	0.002	-0.028	0.003
Si	-20.356	-1.399	17.828	0.01	-0.01	0.022
Si	-17.615	1.264	17.772	-0.023	0.008	-0.012
Si	-20.379	4.033	17.686	-0.01	0.021	-0.01
Si	-17.638	-9.58	17.702	0.016	0.004	-0.001
Si	-20.341	-6.807	17.751	0.021	-0.015	-0.03
Si	-17.685	-4.157	17.706	-0.005	-0.039	-0.012
Si	-14.918	-1.456	17.786	0.018	-0.011	0.027
Si	-12.254	1.265	17.543	0.035	-0.043	-0.026
Si	-14.897	3.964	17.762	0.007	-0.01	0.023
Si	-12.19	-9.62	17.753	-0.018	0.013	0.005
Si	-14.947	-6.887	17.736	0.011	-0.006	0.004
Si	-12.241	-4.146	17.779	-0.036	0.016	0.013
Si	-9.517	-1.466	17.705	0.01	0.001	-0.002
Si	-6.796	1.306	17.663	-0.005	0.003	0.038
Si	-9.46	4.056	17.678	0.021	0.017	0.025
Si	-6.812	6.813	17.602	0.062	-0.034	-0.027
Si	-9.556	9.449	17.811	0.024	-0.022	0.034
Si	-6.86	-4.135	17.807	-0.038	0.015	0.027
Si	-4.151	-1.403	17.658	0.012	0.006	0.017
Si	-1.447	1.315	17.547	-0.028	-0.014	0.02
Si	-4.141	4.042	17.496	-0.005	0.006	-0.026
Si	-1.426	6.801	17.511	0.01	-0.037	-0.011
Si	-4.082	9.538	17.748	0.006	-0.012	0.002
Si	-1.469	-4.117	17.613	-0.007	-0.015	-0.006
Si	2.627	0.054	18.764	-0.005	0.012	-0.007
Si	5.311	2.769	18.876	0.001	0.021	0.033
Si	2.661	5.45	18.873	-0.028	-0.014	-0.004
Si	5.422	8.107	18.82	0.003	-0.002	-0.024
Si	2.672	-5.399	18.621	-0.008	-0.041	0.013
Si	5.365	-2.688	18.766	0.004	-0.026	-0.02
Si	8.09	-0.061	18.95	0.083	-0.026	0.07
Si	10.924	2.766	18.814	-0.035	-0.014	-0.027
Si	8.126	5.468	18.818	-0.027	0.002	0.005
Si	10.864	-8.166	18.835	-0.009	-0.009	0.004
Si	8.099	-5.466	18.869	-0.004	0.043	0.015
Si	10.746	-2.755	18.938	0.01	0.027	0.06
Si	13.471	-0.014	18.858	-0.008	-0.012	0.012
Si	16.363	2.77	18.831	-0.014	-0.015	-0.019
Si	13.595	5.426	18.923	-0.022	-0.006	0.004
Si	16.244	-8.134	18.789	0.016	0.004	-0.028
Si	13.465	-5.277	18.996	-0.056	0.022	0.037
Si	16.296	-2.689	19.112	-0.013	-0.008	0.019
Si	19.026	-0.055	19.114	0.017	-0.001	0.027
Si	21.813	2.685	18.954	0	-0.006	0.011
Si	19.051	5.447	18.852	0.004	-0.027	0.029
Si	21.777	-8.149	19.039	-0.019	-0.038	-0.014
Si	18.949	-5.464	18.881	0.026	0.019	-0.033
Si	21.811	-2.685	19.051	-0.004	-0.022	0.002
Si	24.565	0.003	19.068	0.031	0.003	-0.004
Si	27.164	2.794	19.072	-0.02	-0.017	0
Si	24.455	5.456	18.971	-0.009	-0.005	-0.047
Si	27.247	-8.134	19.203	-0.025	-0.018	0.017
Si	24.498	-5.392	19.147	-0.011	0.01	0.004
Si	27.251	-2.687	19.168	0.015	0.039	-0.006
Si	29.977	0.037	19.108	0.041	-0.016	-0.012
Si	32.654	2.748	19.193	0.017	0.013	-0.017
Si	30.007	5.44	19.15	0.015	-0.03	-0.028
Si	32.718	-8.054	19.129	-0.023	0.001	0.013
Si	29.988	-5.376	19.244	-0.015	-0.01	0.022
Si	32.673	-2.639	19.15	-0.028	0.003	0.001
Si	35.321	0.053	19.201	0	0.027	0.009
Si	38.176	2.742	19.049	-0.021	-0.021	0.005
Si	35.49	5.472	19.075	-0.018	0.031	-0.035
Si	38.132	-8.071	19.077	-0.061	0.011	-0.011
Si	35.443	-5.377	19.157	0.002	-0.016	0.01
Si	38.092	-2.541	19.334	-0.018	0.009	0.022
Si	-24.524	0.047	19.33	0.007	0.005	0.033
Si	-21.718	2.661	19.033	0.046	0.018	0.017
Si	-24.476	5.483	19.023	-0.017	-0.012	0.023
Si	-21.736	-8.13	19.077	-0.031	0.002	0.019
Si	-24.402	-5.365	19.219	-0.018	0.014	0.003
Si	-21.748	-2.693	19.238	-0.037	-0.025	0.001
Si	-18.925	-0.1	19.184	0.003	0.006	0.006
Si	-16.257	2.607	19.141	0.004	-0.014	0.011
Si	-19.055	5.424	19.018	-0.013	0.005	0.015
Si	-16.231	-8.32	19.098	-0.003	-0.016	-0.004
Si	-18.978	-5.488	19.143	0.011	0.009	0.044
Si	-16.308	-2.889	19.084	-0.004	0.018	0.009
Si	-13.504	-0.016	19.04	0.017	0.048	0.009
Si	-10.862	2.572	18.84	-0.024	0.045	0.024
Si	-13.485	5.291	19.121	0.018	0.009	-0.009
Si	-10.82	-8.343	19.198	0.022	-0.013	0.011
Si	-13.618	-5.526	19.116	-0.015	-0.006	-0.03
Si	-10.885	-2.759	19.143	0.02	-0.031	0.01
Si	-8.062	-0.166	19.012	0.03	0.001	0.004
Si	-5.435	2.751	18.956	-0.019	0.001	-0.018
Si	-8.051	5.453	19.028	-0.015	-0.004	-0.037
Si	-5.533	8.184	19.016	-0.016	0.011	0.025
Si	-8.294	-5.438	19.221	0.007	0.073	0.012
Si	-5.415	-2.775	19.12	0.037	0.019	0.011
Si	-2.837	0.029	18.979	-0.01	0.065	-0.034
Si	-0.055	2.711	18.807	0.039	0.007	-0.007
Si	-2.806	5.415	18.801	-0.006	-0.006	0.003
Si	-0.067	-8.157	18.847	0.007	0.03	0.015
Si	-2.679	-5.44	19.171	0.023	-0.007	0.035
Si	-0.141	-2.764	18.967	0.034	-0.025	0.026
Si	1.312	1.393	20.168	-0.027	0.021	-0.003
Si	4.009	4.169	20.296	0.009	0	-0.042
Si	1.293	6.836	20.184	0.062	-0.01	-0.044
Si	3.957	-6.786	19.945	-0.019	-0.005	-0.067
Si	1.302	-4.253	20.114	-0.087	-0.056	0.012
Si	3.981	-1.3	20.058	0.017	0.024	-0.015
Si	6.65	1.348	20.158	0.02	0.052	-0.023
Si	9.563	4.15	20.105	-0.002	-0.035	0.002
Si	6.767	6.76	20.231	0.015	0.013	-0.04
Si	9.521	-6.826	20.194	0.016	0.008	-0.007
Si	6.622	-4.109	20.128	0.081	-0.044	-0.042
Si	9.258	-1.629	20.392	-0.429	-0.23	-0.37
Si	12.262	1.453	20.233	-0.027	-0.023	0.077
Si	15.029	4.073	20.246	0.005	-0.011	0.008
Si	12.204	-9.509	20.24	-0.029	0.043	-0.008
Si	14.836	-6.8	20.107	-0.008	-0.019	0.006
Si	12.144	-3.846	20.5	0.08	-0.003	0.037
Si	14.829	-1.232	20.326	-0.032	-0.071	0.037
Si	17.648	1.462	20.304	0.017	0.002	-0.024
Si	20.42	4.064	20.204	0.011	0.064	0.006
Si	17.638	-9.482	20.099	-0.028	0.035	0.017
Si	20.276	-6.81	20.252	0.02	-0.021	-0.004
Si	17.711	-4.153	20.395	0.004	0.056	0.029
Si	20.39	-1.484	20.501	-0.028	-0.036	-0.024
Si	23.203	1.38	20.363	0.013	0.041	0.01
Si	25.753	4.171	20.403	0.003	-0.003	0.012
Si	23.138	-9.565	20.383	-0.01	0.018	-0.009
Si	25.863	-6.729	20.543	-0.021	-0.009	0.002
Si	23.148	-4.003	20.505	0.006	-0.024	0.004
Si	25.886	-1.332	20.529	-0.054	0.011	-0.003
Si	28.542	1.407	20.348	0.005	0	0.026
Si	31.322	4.087	20.59	-0.066	0.032	0.021
Si	28.641	-9.564	20.504	-0.038	0.038	-0.008
Si	31.418	-6.716	20.594	0.064	-0.033	0.012
Si	28.591	-4.006	20.602	0.006	-0.022	-0.022
Si	31.337	-1.276	20.541	0.004	0.036	-0.005
Si	33.981	1.422	20.606	0.01	-0.041	0.009
Si	36.875	4.095	20.402	-0.026	0.005	-0.013
Si	34.142	-9.449	20.349	0.03	0.009	-0.027
Si	36.811	-6.743	20.504	0.012	-0.029	0.008
Si	34.092	-3.974	20.461	-0.013	0.027	0.045
Si	36.648	-1.142	20.727	0.059	-0.064	0.03
Si	39.35	1.499	20.671	-0.019	-0.034	0.032
Si	-23.131	4.04	20.27	0.016	-0.022	-0.034
Si	39.495	-9.421	20.392	0.033	0.007	0.008
Si	-23.018	-6.784	20.534	-0.026	0.001	-0.024
Si	39.55	-3.93	20.584	0.05	-0.012	-0.05
Si	-23.109	-1.318	20.678	-0.006	-0.009	-0.003
Si	-20.365	1.298	20.41	0.026	0	0.038
Si	-17.715	4.031	20.321	0.008	-0.025	0.028
Si	-20.402	-9.528	20.384	0.046	-0.023	-0.034
Si	-17.546	-6.909	20.417	-0.006	-0.003	-0.051
Si	-20.363	-4.116	20.519	-0.014	0.047	-0.024
Si	-17.539	-1.527	20.537	-0.049	0.015	0.009
Si	-14.833	1.252	20.499	-0.032	0.014	0.022
Si	-12.026	3.883	20.364	-0.018	0.03	0.065
Si	-14.92	-9.762	20.499	-0.067	-0.028	0.054
Si	-12.316	-6.996	20.41	-0.041	0.009	0.045
Si	-14.966	-4.189	20.532	-0.015	-0.043	-0.015
Si	-12.171	-1.317	20.486	-0.074	0.023	0.016
Si	-9.483	1.247	20.154	-0.017	-0.072	-0.03
Si	-6.686	4.116	20.393	0.002	0.025	0.055
Si	-9.345	6.645	20.589	-0.042	0.029	0.081
Si	-6.884	9.501	20.491	-0.016	-0.069	0.013
Si	-9.667	-4.057	20.684	0.003	-0.077	0.076
Si	-6.717	-1.422	20.532	-0.038	0.062	0.002
Si	-4.144	1.451	20.381	0.081	-0.091	-0.015
Si	-1.44	4.06	20.105	-0.053	-0.026	0.018
Si	-4.13	6.742	20.197	-0.04	-0.074	0.065
Si	-1.234	-6.876	20.453	0.054	0.021	-0.011
Si	-4.064	-4.08	20.58	-0.021	0.006	-0.01
Si	-1.492	-1.309	20.328	-0.004	-0.065	-0.005
Si	-0.133	0.171	21.549	0.024	0.075	0.027
Si	2.623	2.746	21.565	0.019	0.007	0.069
Si	-0.162	5.476	21.414	0.003	0.047	0.07
Si	2.478	8.475	21.372	0.003	-0.019	0.041
Si	0.759	-6.095	21.602	-0.007	0.001	0.016
Si	2.476	-2.609	21.241	-0.042	0.028	0.009
Si	5.316	-0.038	21.513	0.025	-0.017	0.025
Si	8.235	2.661	21.278	-0.241	0.169	-0.593
Si	5.317	5.603	21.708	-0.024	0	0.029
Si	8.116	8.155	21.542	-0.047	0.035	-0.041
Si	5.151	-5.405	21.358	-0.047	-0.011	0.027
Si	7.775	-2.936	21.777	0.064	0.02	0.074
Si	10.63	0.635	21.706	0.558	0.237	-0.487
Si	14.112	2.283	21.451	0.167	-0.16	-0.521
Si	10.864	5.435	21.593	-0.39	0.269	-0.243
Si	13.623	-8.183	21.561	-0.056	0.03	0.07
Si	10.909	-5.525	21.6	0.349	-0.154	-0.452
Si	13.51	-2.309	21.98	-0.249	-0.053	-0.769
Si	15.826	0.542	21.452	0.004	0.046	0.039
Si	19.065	2.792	21.631	0	0	0.074
Si	16.389	5.484	21.535	0.037	0.023	0.077
Si	18.961	-8.26	21.595	-0.001	0.033	0.058
Si	16.294	-5.662	21.491	-0.036	-0.017	0.093
Si	19.552	-3.42	21.751	0.197	-0.038	-0.519
Si	21.859	-0.048	21.638	0.017	-0.005	0.042
Si	24.45	2.8	21.823	0.022	-0.022	0.016
Si	21.692	5.394	21.664	0.007	-0.046	0.089
Si	24.473	-8.212	21.779	0.477	-0.315	-0.261
Si	21.282	-5.102	21.483	0.004	0.046	0.05
Si	24.59	-2.685	21.975	-0.008	-0.017	0.071
Si	27.258	0.094	21.822	0.059	-0.022	0.05
Si	29.775	2.724	21.834	0.079	0.029	0.02
Si	27.143	5.448	21.812	0.014	-0.012	-0.027
Si	30.052	-8.206	21.823	0.054	0.017	0.006
Si	27.227	-5.371	21.976	0.049	-0.036	0.066
Si	29.944	-2.589	21.931	-0.007	0.037	0.033
Si	32.591	0.101	22.05	-0.031	0.011	0.06
Si	35.73	2.53	21.744	0.184	-0.226	-0.308
Si	32.92	5.446	21.709	-0.029	-0.041	0.085
Si	35.58	-8.267	21.797	0.002	0.005	0.01
Si	32.804	-5.236	21.917	-0.337	0.089	-0.286
Si	35.281	-2.632	21.994	0.065	0.029	0.015
Si	37.426	0.795	21.982	0.013	0.042	-0.021
Si	40.909	2.838	21.855	-0.009	-0.001	0.035
Si	38.312	5.414	21.737	0.099	-0.029	-0.006
Si	40.876	-8.172	21.832	-0.014	0.032	-0.017
Si	38.17	-5.354	21.814	-0.001	-0.03	0.041
Si	40.876	-2.668	22.15	-0.036	-0.022	0.111
Si	-21.647	0.035	21.916	-0.043	-0.057	0.035
Si	-19.045	2.724	21.694	-0.387	0.342	-0.331
Si	-21.84	5.411	21.589	0.013	0.014	0.05
Si	-19.017	-8.185	21.696	0.023	-0.03	0.033
Si	-21.677	-5.444	21.958	0.004	0.005	0
Si	-18.922	-2.892	21.898	0.007	0.03	0.024
Si	-15.693	-0.593	21.712	-0.016	-0.027	0.06
Si	-13.351	2.575	21.773	-0.007	0.061	0.018
Si	-16.476	5.289	21.807	-0.173	0.411	-0.43
Si	-13.559	-8.409	21.857	-0.342	0.34	-0.059
Si	-16.196	-5.738	21.958	-0.022	0.074	-0.035
Si	-13.978	-2.303	21.642	0.007	0.027	0.033
Si	-11.814	1.498	23.167	-0.234	-0.377	-0.218
Si	-8.379	2.859	21.395	0.056	0.066	0.003
Si	-10.094	4.603	21.547	-0.07	0.022	-0.144
Si	-8.078	8.094	22.026	-0.024	0.041	0.084
Si	-11.323	-5.481	21.853	0.31	0.144	-0.754
Si	-8.097	-2.73	21.999	-0.01	-0.045	0.043
Si	-5.564	0.271	21.833	0.003	0.051	-0.088
Si	-2.741	2.849	21.65	0.036	-0.016	0.084
Si	-5.33	5.505	21.821	0.044	-0.004	0.039
Si	-2.75	-8.304	21.57	0.011	-0.022	0.034
Si	-5.475	-5.514	21.875	-0.015	0.032	0.057
Si	-2.782	-2.532	21.905	-0.314	0.364	-0.305
Si	1.041	-1.422	22.692	-0.442	-0.209	-0.419
Si	4.237	1.555	22.783	-0.418	-0.18	-0.679
Si	1.035	4.015	22.71	0.21	-0.012	-0.76
Si	4.158	7.478	22.794	-0.037	-0.125	-0.669
Si	1.153	-4.914	23.614	-0.35	0.065	-0.577
Si	3.823	-3.861	22.581	-0.006	-0.177	-0.542
Si	6.117	-1.736	22.93	0.238	0.199	-0.607
Si	11.272	1.46	24.665	-0.069	0.016	-0.143
Si	6.327	3.968	23.164	-0.16	0.523	-0.257
Si	9.501	6.827	22.917	0.361	0.222	-0.191
Si	6.496	-6.815	22.618	0.1	0.062	-0.481
Si	8.468	-4.581	23.362	-0.342	0.296	-0.492
Si	13.403	-0.654	24.622	-0.124	-0.16	-0.264
Si	16.281	0.17	23.688	-0.096	0.042	-0.605
Si	12.714	3.777	23.683	0.018	0	-0.088
Si	15.394	-9.12	22.764	0.133	0.062	-0.536
Si	12.528	-6.589	22.906	-0.092	-0.27	-0.679
Si	15.024	-4.719	23.166	0.238	-0.367	-0.604
Si	17.811	-1.248	25.745	-0.061	-0.005	-0.1
Si	20.665	1.525	22.819	-0.202	-0.015	-0.696
Si	18.167	4.636	22.815	0.314	0.2	-0.572
Si	19.924	-9.976	22.872	-0.07	0.008	0.001
Si	17.099	-7.458	22.751	0.005	-0.235	-0.611
Si	19.32	-3.766	24.915	-0.01	0.039	-0.104
Si	23.146	-1.262	23.195	0.157	-0.02	-0.696
Si	26.246	1.852	23.017	0.127	0.129	-0.599
Si	22.744	3.849	23.116	0.21	0.272	-0.755
Si	26.173	-9.185	23.163	-0.353	-0.296	0.012
Si	22.173	-6.413	23.161	-0.346	0.185	-0.433
Si	25.95	-4.028	23.495	-0.435	-0.237	-0.262
Si	28.971	-0.844	23.185	0.089	0.154	-0.55
Si	30.603	0.939	23.112	-0.026	-0.224	-0.647
Si	27.916	3.594	23.062	-0.041	0.029	0.037
Si	31.764	-9.312	23.017	-0.186	-0.205	-0.778
Si	28.529	-6.995	23.103	0.138	0.175	-0.73
Si	31.594	-3.696	23.186	-0.13	-0.07	-0.774
Si	33.752	-1.476	23.406	0.213	0.183	-0.71
Si	-27.324	0.641	24.297	-0.242	0.165	-0.548
Si	34.694	4.859	23.229	0.09	0.364	-0.485
Si	36.621	-9.983	23.002	-0.329	-0.201	-0.441
Si	34.23	-7.38	23.443	0.372	-0.159	-0.388
Si	37.06	-3.729	23.103	-0.425	-0.29	-0.53
Si	39.345	-1.94	23.866	0.549	-0.13	-0.413
Si	42.49	1.699	23.166	-0.023	-0.156	-0.673
Si	40.147	4.701	23.093	0.217	0.173	-0.639
Si	41.938	-9.87	23.074	-0.019	0.003	0.11
Si	39.745	-6.532	23.091	-0.089	-0.165	-0.718
Si	42.038	-4.336	23.345	0.178	0.266	-0.635
Si	-20.132	-1.305	23.155	-0.157	-0.041	-0.731
Si	-18.227	1.063	24.034	0.06	0.07	-0.006
Si	-20.641	3.936	22.928	0.361	0.278	-0.224
Si	-17.67	-9.479	23.068	-0.092	-0.164	-0.674
Si	-20.116	-6.728	23.134	-0.122	0.027	-0.592
Si	-17.845	-4.589	23.19	0.404	0.308	-0.195
Si	-15.788	-0.485	24.037	0.046	0.045	-0.732
Si	-10.662	0.032	21.783	0.054	-0.002	0.001
Si	-14.395	3.829	23.422	0.22	-0.18	-0.504
Si	-12.47	6.254	24.072	0.058	0.078	-0.124
Si	-15.189	-7.512	23.408	0.524	0.286	-0.125
Si	-13.357	-3.665	23.441	-0.145	0.524	-0.351
Si	-8.885	-0.759	23.116	0.009	-0.024	0.039
Si	-7.542	1.209	22.939	-0.037	-0.126	-0.362
Si	-10.275	4.222	23.785	0.025	0.033	-0.608
Si	-6.168	7.288	23.176	0.001	0.069	0.039
Si	-9.206	9.465	23.619	0.325	-0.506	-0.423
Si	-7.065	-4.493	23.322	0.182	0.284	-0.797
Si	-4.215	-1.056	23.252	0.294	0.16	-0.649
Si	-1.128	1.793	22.969	-0.266	-0.233	-0.765
Si	-3.556	4.561	23.047	-0.061	0.03	-0.013
Si	-1.859	6.259	22.853	-0.258	-0.163	-0.672
Si	-4.421	-7.358	22.88	-0.323	-0.18	-0.536
Si	-0.296	-3.099	23.659	0.665	0.011	-0.374
Si	2.993	1.815	-4.556	0.111	0.037	0.023
Si	1.59	6.778	-3.488	0.085	0.149	0.038
Si	0.577	-4.806	-4.769	0.428	0.045	0.629
Si	1.182	-6.804	26.007	0.008	0.148	0.181
Si	-0.936	7.343	25.728	-0.097	0.006	-0.076
Si	5.881	-4.774	26.636	-0.016	0.056	0.031
Si	6.893	-0.971	-3.003	0.011	-0.065	-0.129
Si	9.65	5.609	-5.012	0.099	-0.113	0.067
Si	7.975	-6.538	-1.404	-0.081	-0.157	0.215
Si	6.044	6.833	27.04	0.013	-0.014	-0.008
Si	8.538	-3.921	26.418	-0.068	0.082	0.039
Si	6.443	-2.17	25.815	0.019	0.064	-0.02
Si	12.131	3.911	-4.949	-0.053	0.067	-0.055
Si	14.593	-0.225	-3.509	0.02	0.063	0.074
Si	7.404	4.164	-3.48	-0.022	0.224	0.647
Si	15.655	5.086	-1.056	0.135	-0.168	0.037
Si	17.292	-0.521	-4.849	-0.014	-0.11	0.002
Si	11.779	-5.711	-3.037	0.073	0.062	0.07
Si	18.632	2.093	-4.166	0.01	0.04	0.089
Si	17.481	2.786	25.015	0.047	0.049	-0.085
Si	16.681	7.61	-2.301	0.142	0.204	-0.017
Si	24.294	-4.933	24.924	0.56	0.238	-0.297
Si	13.683	6.233	25.077	0.051	0.102	0.001
Si	19.761	1.084	25.587	0.001	-0.088	-0.05
Si	22.331	-1.308	-5.052	-0.121	-0.002	-0.015
Si	26.155	-6.52	-3.516	-0.037	0.017	0.032
Si	23.191	5.65	25.67	-0.183	0.06	-0.122
Si	20.927	-8.787	24.634	-0.235	-0.461	-0.424
Si	28.977	-5.113	-5.842	0.051	-0.086	0.138
Si	25.952	-6.855	26.688	-0.019	-0.107	-0.001
Si	27.346	-2.017	25.491	0.151	-0.017	-0.028
Si	-32.192	1.82	-2.988	0.11	0.105	0.112
Si	-30.281	-8.152	26.411	-0.02	-0.008	-0.109
Si	32.439	5.166	25.114	0.092	0.021	-0.138
Si	28.095	4.106	25.348	-0.064	-0.047	-0.596
Si	30.414	-5.711	25.314	0.026	-0.083	-0.073
Si	-29.762	-0.691	25.948	0.002	0	-0.054
Si	-31.866	4.568	-1.328	-0.113	-0.016	0.023
Si	30.924	2.855	25.428	-0.131	-0.046	-0.192
Si	-25.781	-8.111	-3.11	-0.001	-0.12	0.083
Si	32.453	-7.004	27.177	0.025	-0.018	-0.039
Si	-27.053	-3.907	25.853	-0.436	0.263	0.352
Si	-29.944	-5.273	-5.214	0.076	0.013	-0.018
Si	-16.929	-3.047	-5.854	-0.089	0.076	0.053
Si	-23.432	0.261	25.857	0.042	-0.056	0
Si	-22.944	4.232	-3.12	0.046	-0.019	-0.003
Si	-25.804	-6.717	25.972	-0.069	-0.002	-0.069
Si	-23.207	-6.597	-3.548	0.036	0.006	0
Si	-22.037	-2.462	25.436	-0.057	-0.041	-0.014
Si	-12.744	0.179	24.886	0.102	0.303	-0.597
Si	-19.967	5.426	24.602	-0.458	0.06	-0.323
Si	-21.819	5.317	-0.669	0.119	-0.084	-0.032
Si	-26.668	3.566	25.588	-0.151	-0.108	-0.124
Si	-19.58	-1.486	-5.651	-0.107	-0.058	0.072
Si	-13.246	1.551	-2.464	-0.026	0.115	0.101
Si	-15.091	1.971	-4.848	-0.015	-0.126	0.012
Si	-14.596	6.721	-5.637	-0.034	-0.027	-0.149
Si	-13.35	6.54	-1.316	0.002	-0.096	0.071
Si	-11.394	-2.604	25.644	-0.122	-0.044	-0.052
Si	-16.258	-3.57	24.627	-0.342	-0.171	-0.501
Si	-8.819	-1.31	25.433	0.104	0.349	-0.569
Si	0.662	1.969	-2.754	-0.023	0.12	-0.207
Si	-6.135	7.26	25.586	-0.129	-0.051	-0.606
Si	-8.868	5.558	-2.465	0.606	-0.224	-0.019
Si	-12.957	-6.981	-2.693	0.024	0.131	0.119
Si	-5.984	-2.564	25.201	-0.079	0.017	0.061
Si	2.734	5.651	24.816	-0.012	-0.028	-0.031
Si	-2.915	0.895	25.329	0.08	0.041	0.034
Si	-4.461	3.627	25.067	0.35	0.281	-0.422
Si	-2.003	-5.922	-3.485	-0.028	0.122	0.022
Si	-4.128	-5.055	-5.305	-0.027	-0.044	-0.029
Si	-7.093	-6.768	-2.85	0.058	-0.085	0.099
Si	1.848	-4.941	-2.685	-0.43	0.144	-0.5
Si	2.531	0.358	24.865	-0.085	-0.014	-0.062
Si	-6.746	-6.401	-5.669	0.107	-0.114	-0.061
Si	3.559	5.6	-1.292	0.085	0.07	0.139
Si	-3.592	-7.592	25.822	-0.115	-0.118	-0.13
Si	0.378	-6.659	-0.377	0.548	-0.217	0.28
Si	6.559	5.485	-1.782	0.304	-0.492	-0.233
Si	0.82	5.353	26.982	0.067	-0.008	-0.058
Si	5.728	2.672	-5.304	-0.049	0.056	-0.015
Si	3.577	-7.187	-3.736	0.021	-0.157	0.082
Si	6.355	-8.169	-3.193	-0.111	-0.09	0.064
Si	12.461	-1.496	27.304	0.047	0.042	-0.043
Si	10.429	0.799	27.221	-0.058	0.047	0.066
Si	10.985	7.789	24.443	-0.4	-0.036	-0.41
Si	13.482	6.433	-5.345	-0.107	-0.089	-0.012
Si	16.991	-5.699	25.186	-0.056	-0.073	-0.167
Si	11.297	-3.191	-4.884	-0.085	-0.027	0.114
Si	10.849	0.372	-1.02	0.072	0.008	0.057
Si	15.689	-4.276	-1.69	0.143	-0.003	0.075
Si	19.237	7.956	-0.4	0.232	-0.498	0.46
Si	19.606	-2.524	-3.916	-0.074	-0.115	0.053
Si	20.341	-7.969	-5.774	-0.084	0.068	-0.011
Si	14.346	-1.835	-0.931	0.104	0.131	0.028
Si	16.631	-6.569	-5.517	0.035	0.052	0.049
Si	22.556	6.581	-4.79	0.02	-0.068	-0.132
Si	28.404	5.732	-0.641	0.042	-0.036	0.043
Si	27.025	4.697	-3.129	-0.018	-0.05	0.117
Si	28.141	2.947	-5.478	-0.05	0.018	-0.077
Si	14.711	4.395	-3.777	-0.118	0.135	0.051
Si	22.069	4.06	-3.382	-0.028	-0.069	0.075
Si	25.061	0.171	25.261	0.055	0.103	-0.105
Si	32.048	6.064	-5.152	-0.029	0.025	0.035
Si	23.686	1.879	-0.304	-0.114	0.029	0.084
Si	23.686	-5.383	-1.879	-0.059	-0.001	-0.017
Si	27.922	-2.492	-4.748	0.036	0.016	-0.071
Si	22.124	-3.044	25.471	0.099	-0.058	-0.026
Si	-28.668	-8.186	-2.422	-0.037	0.01	0.01
Si	31.196	3.154	-5.054	0.003	0.118	0.003
Si	28.959	-6.826	-2.267	-0.105	-0.043	-0.016
Si	-29.486	1.233	-4.624	-0.012	-0.118	-0.027
Si	29.002	-4.521	-0.747	-0.111	-0.09	0.118
Si	-26.948	-1.255	-0.768	0.522	-0.085	0.418
Si	-27.144	-0.736	-3.816	0.027	0.063	0.111
Si	43.656	-9.113	24.668	-0.009	-0.637	-0.354
Si	-28.122	3.423	-0.622	0.085	-0.129	-0.026
Si	-28.045	6.143	25.974	0.404	0.134	0.346
Si	-24.786	0.838	-5.006	0.044	0.026	-0.063
Si	-25.51	3.804	-4.715	-0.027	-0.125	-0.057
Si	-12.226	-0.733	-4.077	0	0.085	-0.037
Si	-17.766	5.356	-2.903	-0.008	-0.077	0.007
Si	-19.317	-7.629	-3.757	-0.142	0.002	-0.008
Si	-23.563	8.047	26.876	-0.085	0.007	-0.046
Si	-20.409	1.356	-5.693	-0.012	-0.014	-0.067
Si	-15.178	-0.899	-4.326	0.011	-0.016	-0.068
Si	-8.247	2.193	0.007	0.528	-0.175	0.253
Si	-13.871	2.463	26.128	0.067	0.107	0.054
Si	-12.043	5.192	-5.453	-0.016	0	0.105
Si	-15.912	-6.542	-2.269	-0.049	-0.545	-0.215
Si	-11.338	-3.383	-4.749	0.008	-0.034	-0.018
Si	-14.197	-8.093	25.571	-0.234	0.192	-0.623
Si	-9.418	0.008	-5.121	0.086	0.05	0.019
Si	-3.188	4.269	-5.261	-0.049	-0.005	-0.033
Si	-7.65	5.037	27.309	-0.718	0.237	0.048
Si	-7.67	-1.678	-3.408	-0.077	0.012	0.002
Si	-12.262	-6.043	-5.54	0.015	-0.024	-0.016
Si	-3.306	-2.098	-5.822	0.077	-0.109	-0.125
Si	-3.537	3.227	-0.909	-0.008	0.006	0.121
Si	-4.953	-0.536	-3.809	-0.056	-0.045	-0.046
Si	-5.291	-5.581	-0.72	-0.002	-0.08	0.187
Si	-6.423	5.064	-3.044	-0.59	0.204	0.359
Si	-2.716	-4.031	-1.273	0.095	-0.143	-0.007
Si	-1.031	2.211	-5.463	-0.105	-0.103	0.115
Si	3.324	-3.204	-0.689	0.004	-0.106	-0.035
Si	2.476	-0.708	-5.863	-0.011	-0.178	-0.155
Si	-0.32	-0.091	-0.863	0.019	-0.075	0.049
Si	5.5	-1.001	-0.359	0.224	-0.395	0.38
Si	-7.531	3.282	25.067	-0.161	-0.065	0.017
Si	1.078	2.383	26.417	0.114	0.039	-0.03
Si	1.71	3.308	-0.317	-0.371	0.264	0.351
Si	-0.624	-2.751	26.817	-0.013	-0.121	0.016
Si	-1.142	7.757	-2.325	0.066	-0.022	0.195
Si	8.812	6.477	25.72	0.149	-0.007	-0.061
Si	4.113	-7.275	26.621	-0.033	0.001	0.136
Si	8.196	1.532	-4.418	-0.027	0.196	0.057
Si	5.099	-1.991	-5.27	0.069	0.031	-0.144
Si	10.598	7.975	-0.854	0.03	-0.075	0.132
Si	5.216	4.201	25.851	0.125	-0.004	-0.006
Si	14.807	-6.416	-3.346	-0.189	-0.063	-0.014
Si	11.165	7.872	-3.779	0.066	-0.09	0.032
Si	9.627	-1.899	-2.64	-0.03	-0.025	-0.02
Si	13.658	1.577	-1.476	0.069	0.159	0.119
Si	13.157	3.933	0.163	-0.637	0.137	0.185
Si	9.89	-4.397	-0.967	0.035	-0.131	0.487
Si	21.695	-0.066	-1.108	-0.021	0.042	0.057
Si	20.894	-6.324	-1.728	0.027	0.1	-0.046
Si	17.658	7.058	-5.233	0.019	0.043	0.001
Si	18.275	-2.822	-1.21	-0.064	0.582	0.289
Si	25.686	1.244	-5.11	0.041	-0.016	-0.02
Si	17.026	4.094	-5.633	0.065	0.098	0.107
Si	23.506	-2.37	-1.593	0.084	-0.021	0.13
Si	21.557	1.614	-5.186	-0.048	-0.002	-0.023
Si	20.2	2.337	-1.779	-0.047	-0.03	0.181
Si	24.749	3.006	-2.803	-0.007	-0.016	0.065
Si	30.606	-7.536	-4.628	0	0.094	-0.069
Si	28.99	-1.722	-1.982	0.12	-0.013	0.033
Si	31.417	6.616	-0.388	0.293	-0.04	0.548
Si	19.208	-5.567	-4.295	0.056	0.033	0.025
Si	25.146	-1.611	-3.868	-0.003	-0.006	0.07
Si	26.144	6.566	25.426	-0.051	0.07	-0.671
Si	-22.267	1.113	-3.345	-0.056	0.049	0.007
Si	-30.507	6.135	-3.498	-0.034	-0.001	0.029
Si	-30.278	-5.785	-2.07	-0.058	-0.07	0.046
Si	-32.412	-6.917	-0.279	0.561	-0.264	0.466
Si	31.786	-0.394	-1.125	-0.147	0.058	0.098
Si	-28.131	-2.714	-5.826	0.57	-0.146	-0.38
Si	-19.243	2.995	26.24	-0.069	0.002	-0.053
Si	-28.38	3.925	-3.783	-0.05	-0.02	0.159
Si	-26.268	7.052	27.281	-0.394	-0.329	-0.33
Si	37.188	6.358	0	-0.287	0.297	0.42
Si	36.322	-3.552	-0.321	0.281	-0.387	0.537
Si	-20.654	6.091	-3.15	0.017	0.168	-0.099
Si	-21.401	0.066	-0.574	-0.016	-0.642	0.378
Si	-25.346	7.59	-0.136	0.509	0.003	0.318
Si	-21.03	-6.733	-1.533	-0.008	-0.065	-0.094
Si	-19.844	-2.627	-2.755	0.12	0.245	0.489
Si	-19.073	-2.486	-0.38	-0.102	-0.031	0.048
Si	-15.518	-0.09	-1.406	0.061	0.103	0.036
Si	-11.615	4.155	-2.561	0.065	0.045	-0.021
Si	-16.175	5.238	-0.676	-0.011	0.185	0.001
Si	-10.877	-5.584	-0.656	0.39	-0.571	0.407
Si	-18.346	-0.148	-0.345	0.056	-0.228	0.629
Si	-22.294	-4.172	-2.223	-0.086	-0.029	0.035
Si	-10.513	0.281	-0.35	-0.076	-0.024	0.002
Si	-8.688	0.852	-2.514	-0.02	0.093	-0.012
Si	-16.479	4.371	-5.385	0.057	0.071	0.018
Si	-16.52	7.889	-3.394	0.313	0.401	0.271
Si	-18.182	-5.053	-3.945	0.008	-0.243	-0.098
Si	-9.06	-4.332	-2.858	-0.091	0.08	0.049
Si	-9.259	6.493	-5.406	0.64	-0.308	-0.283
Si	-4.977	2.429	-3.41	0.081	0.115	0.027
Si	-3.408	5.669	-2.613	-0.177	0.004	0.003
Si	-9.852	-7.371	26.669	-0.016	-0.073	-0.114
Si	-8.283	-8.596	-0.521	-0.323	0.452	0.513
Si	-3.136	-1.279	-1.489	0.06	-0.01	0.071
Si	1.262	-1.415	6.613	0.025	0.002	-0.019
Si	3.966	1.304	6.594	0.026	-0.008	-0.016
Si	1.247	3.986	6.705	0.023	-0.005	0.002
Si	4.041	6.721	6.706	0.014	0.001	0.003
Si	1.295	9.481	6.762	0.016	0.013	0.004
Si	4.012	-4.11	6.69	-0.015	-0.016	0.013
Si	6.732	-1.352	6.616	-0.016	0.016	-0.019
Si	9.439	1.341	6.661	0.038	0.029	0.012
Si	6.676	4.032	6.633	-0.017	0.014	-0.028
Si	9.433	6.852	6.764	0.006	0.006	-0.018
Si	6.786	-6.84	6.719	0.005	-0.001	0.01
Si	9.549	-4.032	6.619	0.016	-0.034	-0.01
Si	12.248	-1.368	6.598	-0.013	-0.012	-0.022
Si	15.075	1.333	6.768	0.028	0.004	-0.009
Si	12.244	4.077	6.831	0.008	0.004	0.03
Si	15.024	6.871	6.834	-0.013	-0.045	0.042
Si	12.213	-6.676	6.773	-0.027	0.029	0.009
Si	15.005	-3.975	6.681	0.014	-0.014	-0.024
Si	17.795	-1.231	6.688	-0.026	0.011	0.004
Si	20.422	1.522	6.883	-0.016	0.023	0.025
Si	17.695	4.178	6.911	-0.042	0.027	0.027
Si	20.532	6.918	6.8	-0.01	-0.03	-0.023
Si	17.775	-6.666	6.72	-0.045	-0.023	0.003
Si	20.562	-3.956	6.707	0.005	-0.006	-0.023
Si	23.22	-1.227	6.936	-0.01	-0.008	-0.025
Si	25.923	1.453	6.827	-0.019	-0.005	-0.044
Si	23.203	4.23	6.772	-0.036	-0.012	-0.013
Si	25.961	6.894	6.761	-0.006	-0.016	-0.015
Si	23.298	-6.695	6.717	0.022	0.017	0.019
Si	26.008	-4.059	7.018	0.007	0.001	0.025
Si	28.673	-1.347	6.934	0.013	0.013	0.002
Si	31.443	1.321	6.893	0.034	0.01	-0.019
Si	28.699	4.145	6.896	0.023	0.024	-0.013
Si	31.358	6.781	6.982	0.005	-0.03	0.02
Si	28.709	-6.774	6.903	0.012	-0.005	-0.007
Si	31.371	-4.046	6.86	0.002	-0.036	-0.014
Si	34.133	-1.34	6.801	-0.013	-0.039	-0.003
Si	-28.467	1.339	6.84	-0.004	0.018	-0.048
Si	34.092	4.055	6.985	-0.001	0.055	0.023
Si	-28.492	6.807	6.982	0.015	-0.007	0.02
Si	34.053	-6.721	6.973	-0.017	0.011	-0.019
Si	-28.458	-3.981	6.866	-0.009	0.002	0.001
Si	-25.72	-1.402	6.902	0.038	0.023	-0.011
Si	-23.158	1.39	6.97	-0.013	0.022	0.009
Si	-25.819	4.062	6.859	-0.011	0.006	-0.013
Si	-23.169	6.84	6.83	-0.004	0.023	-0.006
Si	-25.807	-6.802	6.842	-0.002	-0.011	-0.006
Si	-23.064	-4.084	6.846	0.004	-0.027	0.019
Si	-20.403	-1.41	6.816	0.001	-0.025	-0.076
Si	-17.719	1.305	6.851	0.005	-0.023	-0.009
Si	-20.456	4.073	6.87	-0.009	-0.01	0.002
Si	-17.749	6.762	6.732	-0.01	-0.012	-0.016
Si	-20.453	-6.798	6.748	0.019	0.004	-0.013
Si	-17.722	-4.164	6.869	0.036	0.001	0.005
Si	-15.002	-1.463	6.858	0.004	0.017	0.003
Si	-12.321	1.286	6.819	-0.011	0.016	0.012
Si	-15.037	4.057	6.754	0.009	0.021	-0.022
Si	-12.344	6.758	6.747	-0.015	-0.005	0.011
Si	-15.034	-6.868	6.714	0.021	0.005	0.016
Si	-12.341	12.136	6.755	0.019	-0.004	0.001
Si	-9.594	-1.482	6.751	0	-0.005	-0.002
Si	-6.904	1.249	6.787	0.023	0.012	0.004
Si	-9.643	4.024	6.798	0.007	0.005	-0.002
Si	-6.925	6.765	6.813	0.004	-0.001	0.019
Si	-9.632	9.467	6.766	-0.008	0.003	0.004
Si	-6.889	12.147	6.745	0.016	-0.015	0.014
Si	-4.16	-1.443	6.707	-0.012	-0.011	-0.012
Si	-1.453	1.255	6.739	0.009	0.005	0.013
Si	-4.217	4.001	6.864	-0.002	0	0.016
Si	-1.461	6.756	6.853	0.008	0	0.006
Si	-4.187	-6.824	6.715	-0.026	-0.021	-0.013
Si	-1.448	-4.1	6.677	-0.001	-0.011	-0.009
Si	2.629	-0.053	7.983	-0.019	-0.001	-0.005
Si	5.326	2.671	7.99	-0.002	0.006	-0.008
Si	2.644	5.367	8.038	-0.016	0.012	-0.013
Si	5.405	-8.212	8.051	-0.002	-0.007	0.004
Si	2.658	-5.454	8.074	-0.005	-0.006	0.004
Si	5.393	-2.725	8	0.005	-0.01	0.015
Si	8.091	-0.015	8.016	-0.009	-0.002	-0.002
Si	10.824	2.682	8.063	-0.001	0.006	0.012
Si	8.062	5.409	8.02	-0.008	-0.011	-0.015
Si	10.84	-8.094	8.079	0.022	-0.026	-0.006
Si	8.169	-5.418	7.996	-0.012	0.011	-0.009
Si	10.898	-2.695	8.013	0.008	0.006	-0.005
Si	13.628	-0.033	8.025	0.015	-0.027	-0.005
Si	16.346	2.744	8.178	0.017	-0.007	-0.001
Si	13.617	5.485	8.135	-0.017	0.001	0.002
Si	16.426	-8.059	8.109	0.009	0.005	-0.001
Si	13.639	-5.332	8.071	0.011	-0.01	0.008
Si	16.393	-2.62	8.03	0.006	0.018	0.007
Si	19.08	0.091	8.163	-0.005	0.004	0.008
Si	21.855	2.863	8.17	0	-0.002	0.003
Si	19.134	5.558	8.162	0.004	0.001	0.002
Si	21.918	-8.048	8.121	0.007	0.011	-0.022
Si	19.15	-5.312	8.07	-0.005	0.025	0.001
Si	21.85	-2.648	8.19	-0.009	-0.026	0.004
Si	24.588	0.123	8.251	0.011	0.017	0.004
Si	27.286	2.792	8.21	0	-0.007	-0.022
Si	24.583	5.552	8.15	-0.017	0.018	-0.021
Si	27.293	-8.114	8.211	-0.026	0.011	0.006
Si	24.573	-5.415	8.241	-0.012	-0.027	0.006
Si	27.342	-2.674	8.328	0.007	-0.003	0.016
Si	30.05	0.009	8.264	0.016	-0.015	-0.008
Si	32.727	2.699	8.304	0.005	-0.004	0.003
Si	30.009	5.45	8.329	-0.004	-0.014	0.019
Si	32.707	-8.121	8.296	-0.006	0.014	0.009
Si	30.049	-5.407	8.263	-0.002	0.001	0.002
Si	32.749	-2.677	8.199	-0.01	0.008	-0.004
Si	-29.835	0.011	8.221	-0.004	0.015	-0.004
Si	-27.159	2.714	8.243	0.01	-0.006	-0.001
Si	-29.855	5.449	8.32	-0.003	0.011	0.001
Si	-27.129	-8.128	8.28	-0.013	-0.013	0.003
Si	-29.826	-5.35	8.253	0.007	-0.008	-0.001
Si	-27.109	-2.702	8.275	0.003	-0.004	-0.007
Si	-24.468	-0.003	8.301	0.002	0.017	0.009
Si	-21.76	2.723	8.278	0.019	-0.011	0.004
Si	-24.473	5.447	8.221	0.008	-0.009	-0.012
Si	-21.781	-8.139	8.176	-0.008	0.021	-0.002
Si	-24.434	-5.451	8.2	-0.016	0.02	0.016
Si	-21.728	-2.742	8.228	-0.008	0.007	0.008
Si	-19.069	-0.053	8.206	0.007	0.023	0.022
Si	-16.355	2.691	8.167	-0.02	0.001	0.001
Si	-19.068	5.437	8.178	-0.011	0.007	-0.002
Si	-16.375	-8.218	8.113	-0.004	0.011	-0.004
Si	-19.088	-5.515	8.195	-0.02	0.009	-0.001
Si	-16.36	-2.805	8.218	0.011	-0.006	-0.001
Si	-13.657	-0.074	8.193	0.016	-0.019	0.01
Si	-10.981	2.666	8.17	-0.006	-0.001	0.004
Si	-13.674	5.393	8.133	0.016	-0.011	0.004
Si	-10.971	8.093	8.126	0.007	-0.023	-0.007
Si	-13.686	10.789	8.128	-0.008	0.013	0.002
Si	-10.973	-2.813	8.117	0	0.008	0.007
Si	-8.254	-0.114	8.134	0.001	0.003	-0.005
Si	-5.575	2.624	8.169	0.006	0.011	0.012
Si	-8.27	5.379	8.152	-0.004	-0.012	0.006
Si	-5.531	8.136	8.114	0.002	-0.004	-0.009
Si	-8.263	10.821	8.121	-0.014	0.018	-0.006
Si	-5.527	-2.79	8.08	-0.009	0.012	-0.01
Si	-2.817	-0.09	8.092	0.004	0.017	0.001
Si	-0.091	2.636	8.079	0.002	-0.007	0.001
Si	-2.836	5.386	8.168	0.001	0.004	0.006
Si	-0.067	8.133	8.129	0.003	-0.013	0.009
Si	-2.812	-5.462	8.055	-0.002	0.012	-0.01
Si	-0.086	-2.745	8.031	-0.006	0.017	-0.005
Si	1.294	1.288	9.4	-0.003	0	0.006
Si	4.006	4.025	9.392	-0.015	-0.017	0.007
Si	1.308	6.746	9.422	0.008	-0.002	-0.001
Si	4.035	-6.827	9.394	0	0.005	-0.009
Si	1.274	-4.097	9.407	0.009	0.001	-0.007
Si	4.012	-1.382	9.358	0.01	0.014	-0.001
Si	6.729	1.351	9.361	0.005	0.01	0.011
Si	9.466	4.076	9.382	0.016	0.007	0.001
Si	6.746	6.762	9.416	-0.017	-0.011	0.011
Si	9.485	-6.753	9.423	0.02	0.01	0.008
Si	6.773	-4.079	9.355	0.016	0.011	0.001
Si	9.495	-1.356	9.363	-0.003	-0.008	0.002
Si	12.241	1.337	9.386	-0.024	0.009	-0.006
Si	14.966	4.115	9.492	-0.009	0.004	0.005
Si	12.22	6.856	9.427	0.009	0.001	0.019
Si	15.002	-6.718	9.421	-0.023	-0.016	0.004
Si	12.256	-4.01	9.421	0.015	0.005	0.013
Si	15	-1.329	9.429	0.006	0.004	-0.005
Si	17.72	1.415	9.532	-0.011	-0.001	0.023
Si	20.482	4.191	9.53	0.009	-0.022	0.015
Si	17.756	6.902	9.501	0.003	0.004	0.013
Si	20.496	-6.7	9.455	0.017	-0.008	-0.01
Si	17.743	-3.988	9.422	-0.017	-0.009	-0.001
Si	20.447	-1.296	9.508	-0.016	0.02	0.011
Si	23.187	1.472	9.556	-0.015	0.01	0.018
Si	25.913	4.161	9.546	-0.022	-0.011	-0.009
Si	23.229	6.899	9.526	0.005	0.003	0.014
Si	25.935	-6.769	9.591	0.007	0	0.022
Si	23.198	-4.023	9.553	0.001	0	0.005
Si	25.935	-1.279	9.601	-0.001	0	-0.01
Si	28.655	1.412	9.574	0.035	0.021	-0.026
Si	31.373	4.083	9.653	0.005	0.011	-0.001
Si	28.622	6.842	9.614	0.001	0.003	-0.006
Si	31.364	-6.763	9.654	-0.017	-0.006	0.014
Si	28.693	-4.053	9.644	-0.002	-0.001	0.019
Si	31.397	-1.349	9.619	0.004	0.008	0.005
Si	-31.184	1.346	9.632	-0.007	0.001	0
Si	-28.496	4.075	9.64	-0.011	-0.01	0.004
Si	-31.21	6.839	9.647	0.001	-0.015	0.007
Si	-28.497	-6.75	9.616	0.019	0.002	-0.002
Si	-31.203	-4.024	9.614	-0.003	0.002	-0.003
Si	-28.487	-1.334	9.61	0.024	0.007	-0.004
Si	-25.819	1.369	9.637	-0.011	-0.012	0.008
Si	-23.111	4.103	9.611	0.011	0.002	-0.003
Si	-25.794	6.807	9.625	-0.002	0.009	-0.004
Si	-23.099	-6.799	9.587	0.003	-0.004	-0.009
Si	-25.777	-4.095	9.602	-0.013	-0.016	-0.006
Si	-23.079	-1.377	9.606	0.003	0.012	-0.009
Si	-20.403	1.321	9.588	-0.017	0.002	0.002
Si	-17.711	4.05	9.533	-0.012	-0.01	-0.013
Si	-20.41	6.807	9.543	0.021	0.001	-0.012
Si	-17.701	-6.866	9.532	0.003	-0.006	-0.006
Si	-20.393	-4.121	9.581	0.004	0	-0.004
Si	-17.702	-1.412	9.563	-0.009	0	-0.008
Si	-15.004	1.317	9.538	0.011	0.015	-0.007
Si	-12.326	4.034	9.519	-0.001	0.003	0.009
Si	-15.02	6.753	9.502	-0.004	-0.003	-0.007
Si	-12.309	9.455	9.499	0.009	0.003	-0.007
Si	-14.994	-4.171	9.546	-0.001	0	0.01
Si	-12.291	-1.446	9.523	-0.004	0.008	0
Si	-9.599	1.281	9.493	0.001	0.006	-0.008
Si	-6.908	4.02	9.51	0.002	-0.005	-0.005
Si	-9.62	6.741	9.505	-0.011	-0.005	0.002
Si	-6.899	9.471	9.48	-0.006	-0.004	0.001
Si	-9.604	-4.141	9.494	0.01	-0.003	0.006
Si	-6.875	-1.447	9.478	0.002	-0.001	0.015
Si	-4.167	1.275	9.471	-0.008	-0.012	0
Si	-1.439	4.01	9.453	0.008	-0.003	-0.001
Si	-4.188	6.773	9.489	0.01	-0.004	0.002
Si	-1.457	-6.817	9.436	0.004	-0.011	-0.003
Si	-4.168	-4.132	9.443	0.007	0.006	0.002
Si	-1.439	-1.422	9.435	0.006	0.001	0.003
Si	-0.077	-0.046	10.77	0.007	0.006	0.002
Si	2.648	2.672	10.746	0.009	0.011	-0.002
Si	-0.071	5.397	10.777	0.011	-0.003	0.001
Si	2.664	-8.183	10.753	0.008	-0.01	-0.004
Si	-0.087	-5.455	10.776	-0.018	0.016	0.001
Si	2.654	-2.733	10.74	-0.013	0.012	-0.001
Si	5.373	-0.016	10.719	-0.016	0.001	-0.002
Si	8.106	2.707	10.728	-0.014	0.016	0.002
Si	5.375	5.4	10.745	0.007	0.009	0
Si	8.122	-8.164	10.741	-0.001	-0.01	-0.009
Si	5.405	-5.444	10.724	0.004	-0.016	-0.005
Si	8.132	-2.717	10.723	0.015	-0.006	0.001
Si	10.865	-0.007	10.742	0.019	-0.012	0.001
Si	13.578	2.722	10.784	0.014	0.009	0.003
Si	10.844	5.45	10.736	-0.009	0.003	-0.002
Si	13.62	-8.103	10.757	-0.008	0.001	-0.003
Si	10.88	-5.397	10.748	0.005	-0.005	-0.007
Si	13.629	-2.679	10.79	0.002	-0.006	0.005
Si	16.333	0.031	10.826	-0.012	0.019	0.002
Si	19.11	2.783	10.85	-0.002	-0.008	-0.021
Si	16.363	5.496	10.81	0.006	-0.02	-0.008
Si	19.129	-8.063	10.842	-0.001	-0.012	0.004
Si	16.371	-5.362	10.783	0.005	0.009	-0.008
Si	19.078	-2.662	10.846	-0.004	0.002	0.001
Si	21.82	0.061	10.87	0.008	0.001	-0.003
Si	24.559	2.802	10.92	-0.007	0.014	0.007
Si	21.853	5.535	10.883	-0.004	0.005	0
Si	24.57	-8.109	10.943	0.006	-0.012	0.01
Si	21.823	-5.379	10.889	-0.001	0.005	0.011
Si	24.557	-2.664	10.92	-0.011	-0.007	0.006
Si	27.298	0.063	10.958	-0.013	-0.009	0.002
Si	29.99	2.744	10.987	0.007	0.008	0.01
Si	27.264	5.485	10.958	-0.002	0.012	0.008
Si	29.978	-8.119	10.985	-0.007	0.009	0.002
Si	27.286	-5.404	10.96	0.008	-0.004	-0.005
Si	30.035	-2.69	10.999	0.018	-0.024	0.003
Si	-32.554	0.015	10.997	0.02	-0.003	0.002
Si	-29.858	2.727	10.999	0.006	-0.002	0.003
Si	-32.571	5.475	10.998	-0.009	-0.007	-0.002
Si	-29.853	-8.111	10.99	-0.018	0.007	-0.004
Si	-32.553	-5.391	10.992	0.002	-0.013	0.004
Si	-29.849	-2.678	10.984	-0.014	0.003	-0.001
Si	-27.161	0.016	11.001	-0.019	0.047	0.009
Si	-24.451	2.731	10.982	-0.006	0.009	0.002
Si	-27.153	5.456	10.992	0.012	0	-0.002
Si	-24.438	-8.15	10.976	0.015	-0.007	0.007
Si	-27.139	-5.415	10.989	0.002	-0.006	-0.002
Si	-24.439	-2.725	10.967	0.001	-0.01	-0.008
Si	-21.741	-0.021	10.976	0.016	0.004	0.005
Si	-19.04	2.689	10.923	0.003	-0.009	0.002
Si	-21.735	5.451	10.951	-0.005	0.015	0.002
Si	-19.041	-8.197	10.93	-0.005	-0.002	0.005
Si	-21.749	-5.452	10.958	-0.012	0.001	0.007
Si	-19.041	-2.762	10.946	0.003	-0.003	0.005
Si	-16.344	-0.05	10.915	-0.022	0.003	0.004
Si	-13.644	2.664	10.902	0.006	0.009	0.005
Si	-16.344	5.393	10.898	-0.004	0.002	0.002
Si	-13.656	8.104	10.874	0.006	-0.004	-0.001
Si	-16.349	-5.512	10.915	0.009	-0.004	0.002
Si	-13.636	-2.803	10.899	0.002	-0.008	0.004
Si	-10.934	-0.079	10.878	-0.009	-0.011	0.003
Si	-8.251	2.649	10.862	0.007	0.009	0.003
Si	-10.959	5.384	10.878	0	-0.008	-0.001
Si	-8.244	8.106	10.848	-0.007	-0.011	-0.009
Si	-10.943	-5.51	10.864	-0.002	0.004	-0.004
Si	-8.237	-2.787	10.852	-0.002	0.005	-0.002
Si	-5.523	-0.077	10.832	0.012	0.001	0
Si	-2.808	2.661	10.809	0.009	-0.002	-0.004
Si	-5.538	5.401	10.843	-0.006	0.002	0.005
Si	-2.81	-8.177	10.81	-0.011	0.006	0.001
Si	-5.533	-5.478	10.818	-0.006	0.003	-0.008
Si	-2.808	-2.773	10.793	0.001	0	0.005
Si	1.291	-1.391	12.119	-0.001	-0.004	0.005
Si	4.025	1.338	12.096	-0.004	0.006	-0.001
Si	1.293	4.031	12.111	0.014	-0.02	0.005
Si	4.029	-9.541	12.092	-0.005	-0.006	0.004
Si	1.289	-6.822	12.107	0	-0.008	-0.009
Si	4.026	-4.092	12.088	0.003	-0.001	-0.003
Si	6.749	-1.366	12.074	0.007	0.01	-0.006
Si	9.489	1.359	12.085	0.009	0.01	-0.012
Si	6.76	4.064	12.095	-0.006	-0.006	0.008
Si	9.487	-9.521	12.1	0.02	0.01	0.012
Si	6.759	-6.803	12.087	-0.003	0.001	0.005
Si	9.508	-4.051	12.095	0.006	-0.01	0.003
Si	12.239	-1.334	12.127	0.013	0.004	0.008
Si	14.953	1.383	12.16	0.004	-0.02	0.005
Si	12.206	4.099	12.113	-0.027	0.002	0.008
Si	14.973	-9.463	12.135	-0.01	0.002	0.007
Si	12.239	-6.758	12.103	0.003	0.013	0.002
Si	14.987	-4.035	12.154	-0.008	-0.012	0.007
Si	17.697	-1.32	12.194	-0.022	0.003	0.004
Si	20.447	1.406	12.223	-0.013	0.016	0
Si	17.718	4.127	12.177	0.01	0.004	0.001
Si	20.467	-9.441	12.223	0.022	0.007	0.01
Si	17.724	-6.715	12.171	0.003	0.009	-0.009
Si	20.438	-4.02	12.224	-0.014	-0.012	-0.001
Si	23.171	-1.307	12.253	-0.01	0.001	-0.005
Si	25.911	1.425	12.293	0.001	0.022	-0.008
Si	23.194	4.161	12.262	-0.005	0.001	0.009
Si	25.914	-9.469	12.317	-0.017	-0.008	0.009
Si	23.188	-6.735	12.263	0	-0.013	0.002
Si	25.912	-4.028	12.292	0.001	0.002	-0.006
Si	28.643	-1.32	12.322	0.026	0.013	-0.007
Si	31.352	1.384	12.341	-0.006	-0.014	-0.002
Si	28.629	4.126	12.327	-0.01	-0.011	-0.013
Si	31.34	-9.479	12.346	-0.005	-0.001	-0.005
Si	28.627	-6.757	12.345	-0.011	-0.005	-0.003
Si	31.37	-4.049	12.374	0.003	0.014	0.008
Si	-31.205	-1.335	12.364	0.001	0.006	0.005
Si	-28.51	1.373	12.365	-0.004	-0.018	0.002
Si	-31.22	4.106	12.345	0	0.014	-0.004
Si	-28.506	-9.483	12.348	-0.011	0.001	-0.002
Si	-31.21	-6.756	12.362	0.013	0.005	0.007
Si	-28.498	-4.046	12.346	0.008	-0.007	-0.008
Si	-25.79	-1.355	12.336	-0.008	-0.011	-0.012
Si	-23.094	1.35	12.334	0.003	-0.003	-0.002
Si	-25.803	4.093	12.35	0	0.012	-0.005
Si	-23.077	-9.512	12.329	0.016	-0.002	-0.001
Si	-25.787	-6.777	12.344	-0.008	-0.007	0.002
Si	-23.093	-4.084	12.328	0.004	-0.005	-0.008
Si	-20.385	-1.393	12.324	-0.016	-0.004	-0.004
Si	-17.697	1.311	12.282	-0.004	0.03	-0.008
Si	-20.379	4.057	12.298	0.008	-0.011	-0.012
Si	-17.68	-9.573	12.284	0.003	-0.016	-0.003
Si	-20.382	-6.821	12.298	0.012	0.01	-0.003
Si	-17.676	-4.128	12.29	-0.007	-0.005	-0.003
Si	-14.983	-1.429	12.265	0.014	0.005	0.006
Si	-12.278	1.29	12.247	0	0.01	-0.005
Si	-14.985	4.031	12.267	0.001	-0.014	-0.001
Si	-12.293	6.757	12.242	-0.012	-0.001	-0.003
Si	-14.982	9.453	12.276	-0.003	-0.001	-0.004
Si	-12.275	-4.163	12.257	0.011	0	0.001
Si	-9.573	-1.435	12.24	0.02	0.016	0.002
Si	-6.869	1.291	12.197	0	-0.004	-0.001
Si	-9.592	4.021	12.227	-0.025	0.007	0.004
Si	-6.886	6.759	12.214	-0.001	-0.009	0.004
Si	-9.574	9.467	12.232	0.008	-0.02	-0.003
Si	-6.878	-4.136	12.211	-0.007	0.009	0.004
Si	-4.162	-1.433	12.177	0.008	0.001	0.004
Si	-1.437	1.303	12.142	0.017	-0.004	0.003
Si	-4.154	4.039	12.171	0.01	0.001	0.001
Si	-1.431	6.772	12.131	0.006	-0.01	-0.001
Si	-4.177	-6.828	12.176	-0.005	0.005	-0.001
Si	-1.455	-4.119	12.15	-0.004	0.004	0.003
Si	2.648	-0.003	13.45	0.009	0.012	-0.009
Si	5.4	2.703	13.441	0.001	-0.001	-0.001
Si	2.659	5.42	13.431	0.004	0.008	-0.005
Si	5.397	-8.175	13.436	-0.005	-0.002	-0.006
Si	2.656	-5.452	13.449	-0.006	0.001	-0.001
Si	5.385	-2.719	13.444	0.005	0.008	0.004
Si	8.117	-0.005	13.431	-0.011	-0.009	-0.002
Si	10.845	2.722	13.461	0.005	0.002	0.002
Si	8.128	5.423	13.455	-0.016	-0.002	-0.002
Si	10.864	-8.142	13.427	0.003	-0.002	-0.013
Si	8.137	-5.429	13.419	0.019	-0.003	-0.015
Si	10.873	-2.703	13.469	0	0.002	0.002
Si	13.588	0.019	13.511	-0.006	0.03	0.002
Si	16.349	2.732	13.502	-0.01	0.007	-0.017
Si	13.589	5.474	13.459	0.021	0.001	0.004
Si	16.337	-8.094	13.497	0.022	0.001	0
Si	13.593	-5.405	13.475	-0.009	-0.028	-0.007
Si	16.326	-2.675	13.543	0.009	-0.003	0.006
Si	19.072	0.023	13.558	-0.002	0.005	-0.005
Si	21.819	2.764	13.571	0.008	-0.007	-0.013
Si	19.083	5.479	13.537	-0.018	-0.02	-0.003
Si	21.822	-8.097	13.607	-0.007	-0.008	0.003
Si	19.064	-5.373	13.576	0.001	0.005	0.008
Si	21.803	-2.679	13.605	-0.007	-0.006	-0.001
Si	24.54	0.036	13.623	-0.006	-0.012	0.003
Si	27.267	2.767	13.678	0.01	0.008	0.009
Si	24.549	5.494	13.656	0.006	0.004	0.005
Si	27.261	-8.109	13.697	0.006	-0.006	-0.005
Si	24.545	-5.387	13.647	0.004	0.01	-0.002
Si	27.269	-2.685	13.671	-0.009	-0.009	0.001
Si	29.991	0.03	13.697	0.001	0	0.004
Si	32.693	2.76	13.707	-0.002	0.008	-0.002
Si	29.979	5.489	13.705	-0.001	0.007	-0.002
Si	32.693	-8.114	13.714	-0.007	-0.012	-0.009
Si	29.985	-5.406	13.716	-0.005	-0.011	-0.009
Si	32.718	-2.682	13.733	0.013	-0.005	0.001
Si	-29.861	0.023	13.732	0	0.011	0.001
Si	-27.159	2.737	13.716	-0.013	0.002	0.002
Si	-29.874	5.475	13.702	-0.012	-0.013	-0.007
Si	-27.154	-8.111	13.708	0.02	0.003	0.002
Si	-29.855	-5.391	13.722	-0.003	-0.008	0.002
Si	-27.147	-2.69	13.715	-0.009	-0.001	0.002
Si	-24.445	-0.003	13.713	-0.002	0.011	0.006
Si	-21.717	2.697	13.681	-0.002	0.013	0
Si	-24.434	5.452	13.69	0	0.001	0.001
Si	-21.725	-8.156	13.689	0.003	-0.002	0.01
Si	-24.441	-5.413	13.716	0.004	0.018	0.004
Si	-21.75	-2.731	13.695	-0.006	-0.007	0.004
Si	-19.028	-0.04	13.685	-0.005	-0.009	0.004
Si	-16.329	2.656	13.627	-0.011	-0.007	0.002
Si	-19.013	5.394	13.671	0.01	0.006	0.008
Si	-16.313	-8.232	13.654	0.006	-0.004	0.009
Si	-19.031	-5.467	13.662	-0.006	0	0.002
Si	-16.32	-2.78	13.663	-0.009	-0.009	0.001
Si	-13.611	-0.081	13.621	-0.005	0.004	0.004
Si	-10.917	2.651	13.605	0.009	-0.004	0.002
Si	-13.617	5.392	13.621	0.006	0.01	0.002
Si	-10.927	8.114	13.601	0.006	0.004	-0.007
Si	-13.622	10.811	13.644	0.009	-0.01	-0.001
Si	-10.902	-2.82	13.615	-0.013	-0.007	-0.005
Si	-8.205	-0.066	13.583	0.004	0	0.004
Si	-5.505	2.67	13.53	-0.008	-0.003	0.005
Si	-8.234	5.396	13.576	-0.002	-0.015	0.003
Si	-5.527	8.143	13.556	0.008	0.005	0.007
Si	-8.208	10.822	13.599	0.003	0.015	-0.009
Si	-5.52	-2.773	13.564	0.005	-0.004	-0.013
Si	-2.794	-0.062	13.503	-0.005	0.002	-0.011
Si	-0.075	2.682	13.474	-0.015	0.001	-0.006
Si	-2.79	5.425	13.504	0.013	0.013	0.009
Si	-0.08	8.152	13.475	0.01	0	0.004
Si	-2.83	-5.454	13.524	-0.004	-0.01	0.001
Si	-0.085	-2.746	13.472	0.003	0.01	-0.006
Si	1.273	1.322	14.83	0.021	0.014	0.012
Si	4.033	4.074	14.77	-0.005	-0.006	0.004
Si	1.3	6.776	14.787	0.001	-0.006	-0.005
Si	4.032	-6.816	14.785	0.007	-0.018	-0.004
Si	1.276	-4.099	14.809	-0.002	-0.007	-0.001
Si	4.021	-1.338	14.795	-0.009	-0.01	0.006
Si	6.772	1.36	14.8	0.003	0.01	0.007
Si	9.486	4.064	14.832	-0.004	-0.013	0.003
Si	6.76	-9.532	14.793	0.002	0.014	0.01
Si	9.497	-6.786	14.771	-0.006	-0.002	-0.003
Si	6.776	-4.08	14.775	0.005	-0.021	-0.016
Si	9.478	-1.355	14.796	0.012	0.002	-0.007
Si	12.205	1.375	14.842	-0.008	-0.009	-0.008
Si	14.96	4.099	14.801	0.004	-0.009	-0.006
Si	12.221	-9.473	14.809	-0.029	0.018	0.011
Si	14.94	-6.752	14.849	-0.002	0.012	-0.001
Si	12.233	-4.055	14.841	0.014	-0.009	0.01
Si	14.94	-1.333	14.896	-0.014	0.005	-0.006
Si	17.689	1.364	14.899	-0.015	0.008	-0.001
Si	20.434	4.102	14.909	0.002	0.012	0.01
Si	17.699	-9.468	14.848	-0.001	0.008	0
Si	20.438	-6.735	14.931	0.014	-0.007	-0.015
Si	17.683	-4.014	14.926	-0.003	0.001	0.005
Si	20.416	-1.334	14.951	-0.003	-0.007	0.003
Si	23.152	1.392	14.951	-0.003	0.031	-0.001
Si	25.908	4.135	15.025	-0.006	-0.007	0.006
Si	23.18	-9.454	14.984	0.004	0.004	0.004
Si	25.898	-6.736	15.041	-0.002	-0.019	-0.005
Si	23.169	-4.03	14.989	-0.003	-0.003	-0.005
Si	25.897	-1.32	15.012	-0.008	0.011	0.006
Si	28.625	1.397	15.039	0.008	-0.006	-0.008
Si	31.336	4.129	15.07	0.005	-0.001	0.01
Si	28.624	-9.459	15.063	-0.019	0.014	0.001
Si	31.338	-6.759	15.092	-0.008	0.014	0
Si	28.608	-4.048	15.063	0.019	-0.005	0.001
Si	31.333	-1.328	15.075	0.004	-0.008	-0.007
Si	34.048	1.396	15.062	0.022	-0.019	-0.002
Si	-28.533	4.102	15.058	0.001	0.023	-0.006
Si	34.053	-9.479	15.067	0	-0.005	-0.001
Si	-28.487	-6.729	15.091	0.001	-0.004	0.013
Si	34.075	-4.033	15.098	-0.027	0.022	0.002
Si	-28.502	-1.339	15.091	0.005	0.003	-0.008
Si	-25.812	1.36	15.068	-0.026	0.008	0.001
Si	-23.081	4.06	15.026	0.002	0.016	-0.008
Si	-25.781	-9.475	15.035	0.007	-0.016	-0.006
Si	-23.068	-6.773	15.057	0.012	-0.012	-0.008
Si	-25.783	-4.028	15.087	0	-0.008	-0.007
Si	-23.095	-1.372	15.084	0.013	-0.023	0
Si	-20.382	1.316	15.064	-0.016	0.016	-0.001
Si	-17.647	4.012	15.021	0.001	-0.011	0.001
Si	-20.363	-9.542	15.021	-0.003	-0.006	-0.014
Si	-17.668	-6.851	14.991	-0.003	0.003	-0.018
Si	-20.383	-4.096	15.029	0.006	-0.019	-0.02
Si	-17.668	-1.413	15.038	0.015	-0.003	-0.004
Si	-14.98	1.277	14.973	0.016	-0.004	-0.009
Si	-12.246	4.034	14.965	0.005	-0.014	-0.005
Si	-14.942	-9.589	15.03	-0.002	-0.006	0.009
Si	-12.252	9.457	15.008	-0.017	0.012	0.003
Si	-14.961	-4.149	15.026	0.006	0.013	-0.009
Si	-12.249	-1.461	14.971	0.001	-0.002	-0.007
Si	-9.538	1.297	14.956	0.005	0.011	-0.011
Si	-6.853	4.03	14.898	0	0.01	-0.004
Si	-9.561	6.772	14.96	-0.008	-0.006	-0.004
Si	-6.839	9.499	14.98	0.005	-0.023	0.011
Si	-9.552	-4.175	15.004	0.029	-0.019	0.012
Si	-6.861	-1.428	14.953	-0.017	0.02	0.005
Si	-4.146	1.292	14.863	0.026	-0.015	0
Si	-1.422	4.052	14.831	0.018	-0.011	0.009
Si	-4.138	6.798	14.877	-0.007	-0.017	-0.002
Si	-1.459	9.507	14.841	-0.002	0.012	0.002
Si	-4.182	-4.123	14.938	-0.015	0.035	0.003
Si	-1.448	-1.422	14.862	0.013	-0.018	0.002
Si	-0.093	-0.054	16.195	-0.017	0.003	0.023
Si	2.643	2.743	16.108	-0.013	-0.008	-0.007
Si	-0.063	5.443	16.158	0.018	-0.003	-0.003
Si	2.668	8.131	16.126	-0.002	0.002	0.003
Si	-0.112	-5.436	16.174	0.011	0.01	0.002
Si	2.627	-2.692	16.117	-0.008	0.003	0.002
Si	5.392	0.026	16.149	0.018	0.005	0.011
Si	8.129	2.687	16.205	-0.001	-0.007	0.001
Si	5.396	5.416	16.139	0.001	0.003	0.008
Si	8.137	-8.151	16.113	-0.006	0.006	-0.004
Si	5.422	-5.455	16.109	0.002	-0.015	0.003
Si	8.128	-2.727	16.149	0.024	0.005	0.007
Si	10.812	0.005	16.171	0.011	0.042	-0.026
Si	13.608	2.736	16.161	0.007	-0.001	-0.016
Si	10.868	5.456	16.141	-0.012	0.001	-0.001
Si	13.565	-8.11	16.201	0.02	-0.003	0.007
Si	10.842	-5.435	16.147	-0.015	-0.013	-0.017
Si	13.561	-2.692	16.247	-0.004	-0.01	0.008
Si	16.318	0.004	16.27	0.008	-0.013	-0.002
Si	19.086	2.693	16.249	0.021	-0.016	0.007
Si	16.312	5.466	16.149	-0.004	0.008	-0.011
Si	19.057	-8.122	16.226	0.014	-0.004	0.004
Si	16.252	-5.359	16.222	-0.005	-0.014	0.003
Si	19.048	-2.686	16.331	-0.005	-0.002	0.002
Si	21.791	0.015	16.306	-0.009	-0.008	0.003
Si	24.524	2.731	16.309	0.009	-0.012	-0.013
Si	21.789	5.473	16.263	-0.023	-0.019	0
Si	24.525	-8.095	16.382	-0.008	-0.003	-0.002
Si	21.797	-5.402	16.33	-0.004	-0.006	-0.005
Si	24.534	-2.686	16.371	0.003	-0.019	-0.001
Si	27.266	0.026	16.386	0.02	0.016	-0.004
Si	29.968	2.762	16.415	-0.019	-0.02	-0.002
Si	27.258	5.504	16.409	-0.019	-0.015	-0.003
Si	29.97	-8.109	16.461	0.004	-0.02	0.008
Si	27.256	-5.403	16.448	-0.011	0.015	0.01
Si	29.966	-2.695	16.427	0.012	0.001	-0.007
Si	32.688	0.047	16.417	-0.014	0.007	0.001
Si	35.392	2.745	16.439	-0.002	0.01	-0.004
Si	32.7	5.484	16.446	0.002	0.016	0
Si	35.414	-8.102	16.411	-0.006	0.005	-0.005
Si	32.688	-5.374	16.443	0.01	-0.009	-0.006
Si	35.427	-2.677	16.475	0.014	-0.014	0.006
Si	-27.168	0.025	16.463	0.002	-0.013	-0.012
Si	-24.425	2.7	16.398	0.003	-0.011	0.01
Si	-27.15	5.481	16.356	-0.02	-0.008	-0.006
Si	-24.442	-8.106	16.408	-0.001	-0.004	0
Si	-27.138	-5.345	16.472	-0.002	0.015	0.01
Si	-24.458	-2.678	16.5	-0.009	0.014	-0.005
Si	-21.736	-0.039	16.459	-0.004	0.001	0.019
Si	-18.981	2.649	16.402	0.008	-0.003	0.003
Si	-21.733	5.43	16.367	0.013	0.004	-0.003
Si	-19.002	-8.188	16.379	-0.001	0.003	0.004
Si	-21.716	-5.418	16.432	0	0.019	0.01
Si	-19.041	-2.757	16.402	-0.022	0.009	0.003
Si	-16.274	-0.091	16.399	-0.022	0.013	0
Si	-13.621	2.659	16.28	-0.019	0	0.003
Si	-16.273	5.344	16.395	0.013	-0.004	0.012
Si	-13.563	-8.237	16.395	0	0.01	0.004
Si	-16.317	-5.53	16.373	-0.007	0.002	-0.006
Si	-13.586	-2.796	16.386	0.019	-0.015	-0.008
Si	-10.857	-0.118	16.295	0.004	0.007	-0.007
Si	-8.161	2.665	16.301	-0.005	-0.009	-0.003
Si	-10.865	5.38	16.331	-0.011	-0.002	0.002
Si	-8.224	8.158	16.327	-0.008	0.007	0.001
Si	-10.905	10.795	16.408	0.013	0.011	0.002
Si	-8.175	-2.819	16.347	-0.012	0.017	-0.001
Si	-5.482	-0.05	16.271	0.014	0.016	-0.004
Si	-2.779	2.673	16.172	-0.007	0.01	-0.003
Si	-5.503	5.435	16.21	0.009	-0.008	-0.012
Si	-2.81	8.188	16.248	-0.009	0.003	0.01
Si	-5.491	-5.461	16.385	0.008	0.017	0.02
Si	-2.813	-2.754	16.263	-0.001	0.016	-0.008
O	8.221	0.626	0.977	-0.124	-0.254	-0.237
O	10.125	1.969	1.913	0.117	-0.441	0.4
O	5.842	3.579	1.341	-0.192	0.168	-0.276
O	15.942	-3.589	1.478	-0.301	0.455	-0.099
O	17.416	-1.492	1.692	0.065	0.384	0.06
O	17.883	0.369	-0.005	-0.614	0.254	-0.131
O	20.855	-2.971	0.568	-0.37	0.225	-0.274
O	23.49	4.588	1.853	-0.066	-0.185	0.099
O	24.757	6.8	1.15	-0.315	0.178	-0.15
O	26.032	-7.512	0.033	-0.52	0.282	-0.333
O	24.019	-5.627	-0.321	0.539	0.027	0.045
O	24.961	6.775	-1.445	-0.475	-0.308	0.02
O	26.651	0.063	0.902	-0.113	0.151	-0.064
O	29.056	-0.805	1.683	0.285	-0.395	-0.116
O	32.078	-3.75	1.854	-0.153	0.004	-0.293
O	-31.746	-1.518	1.917	-0.07	0.547	0.337
O	-30.557	0.01	0.044	-0.321	0.209	-0.395
O	-23.557	-4.485	1.504	0.118	-0.001	-0.042
O	-14.586	-5.855	1.303	0.169	0.181	-0.208
O	25.723	5.217	2.981	0.141	0.043	-0.491
O	10.34	-0.932	21.434	0.078	-0.405	0.335
O	9.226	1.419	21.602	-0.186	-0.277	0.127
O	7.78	3.459	22.638	0.135	0.08	0.514
O	10.981	0.829	23.24	0.278	-0.304	0.147
O	12.582	0.646	25.12	0.313	0.226	0.543
O	13.672	2.665	22.991	0.055	-0.294	0.444
O	11.947	4.589	22.512	0.061	0	-0.26
O	9.89	-5.076	22.801	0.186	0.006	0.254
O	12.927	-1.321	23.184	-0.412	0.192	0.081
O	14.58	-3.208	22.819	0.23	0.331	0.402
O	17.267	-1.009	24.238	-0.011	-0.557	-0.39
O	18.722	-2.562	25.796	-0.103	-0.139	0.498
O	19.179	-3.354	23.35	-0.263	0.079	-0.046
O	23.228	-7.479	22.548	-0.026	-0.154	0.132
O	-30.087	3.279	23.149	0.291	-0.381	0.231
O	-31.412	-5.833	23.073	0.183	0.533	0.111
O	-26.02	-0.364	24.276	0.571	0.298	-0.003
O	-18.006	1.813	22.616	0.569	0.017	-0.111
O	-16.781	0.66	24.643	0.234	0.291	0.382
O	-15.884	4.234	22.936	-0.479	-0.012	0.295
O	-12.357	7.031	22.641	0.322	-0.125	-0.08
O	-11.12	5.448	24.472	0.192	0.04	0.582
O	-12.693	-4.85	22.521	-0.344	-0.207	-0.095
O	-10.615	-6.278	23.079	-0.414	0.001	0.308
O	-1.691	-3.376	22.836	0.115	-0.119	0.111
O	1.918	-0.739	23.883	0.451	-0.084	-0.082
O	2.745	-7.124	25.804	-0.158	0.066	-0.374
O	3.908	0.89	24.236	0.704	-0.127	0.358
O	5.356	2.684	23.058	0.126	-0.007	-0.103
O	1.624	4.971	23.878	-0.176	0.237	0.061
O	-1.536	-7.442	-3.401	0.103	-0.287	-0.556
O	3.367	6.936	24.1	-0.01	0.39	0.445
O	0.63	3.913	26.28	-0.137	0.225	-0.508
O	4.849	-2.749	23.203	-0.032	0.353	0.529
O	5.539	-3.545	-5.433	-0.448	-0.308	0.278
O	13.232	3.735	-3.773	-0.149	-0.315	0.389
O	10.052	1.203	25.695	-0.397	0.288	-0.116
O	6.421	4.252	24.765	0.594	0.015	0.347
O	7.432	7.099	26.268	0.095	0.713	-0.053
O	7.387	-5.808	23.583	-0.126	-0.186	0.506
O	8.8	-4.044	24.837	0.472	0.353	0.036
O	6.578	-1.303	24.459	0.075	0.542	0.074
O	13.214	-1.671	25.875	0.44	-0.547	0.071
O	18.994	2.509	25.533	0.03	0.379	0.132
O	11.598	3.034	24.587	-0.19	0.452	0.536
O	14.493	5.967	-4.16	-0.112	0.269	0.263
O	14.916	6.959	24.33	-0.058	0.19	0.304
O	11.646	-7.069	24.217	-0.149	0.156	0.599
O	13.68	-5.583	23.492	-0.195	0.044	0.384
O	15.983	-4.652	24.47	0.083	0.564	0.468
O	19.475	-2.606	-2.292	0.376	0.2	0.051
O	18.744	-0.009	26.188	0.201	0.028	0.283
O	20.109	0.647	24.078	-0.194	-0.637	-0.052
O	21.677	2.654	23.437	0.073	-0.081	0.271
O	11.767	-7.537	-0.046	0.182	0.469	-0.244
O	22.394	6.928	25.048	0.533	0.43	0.153
O	21.146	-7.271	24.077	-0.101	0.292	-0.248
O	16.565	7.759	27.232	0.059	-0.169	-0.729
O	18.466	-5.071	25.298	0.315	-0.344	0.219
O	22.179	-2.256	24.056	-0.732	-0.425	-0.208
O	24.958	2.424	-4.29	-0.105	0.223	-0.225
O	23.1	4.444	24.595	0.086	-0.311	0.324
O	15.63	3.75	-4.919	-0.114	-0.504	-0.135
O	24.758	5.904	25.928	0.088	-0.104	0.123
O	23.058	-5.392	24.015	-0.075	0.45	0.137
O	23.554	-3.762	25.812	0.51	0.233	0.405
O	25.94	-6.226	-5.076	-0.479	0.111	0.006
O	17.679	-6.116	-4.344	-0.367	0.209	0.408
O	27.021	-3.289	24.53	0.552	-0.178	-0.207
O	27.786	4.025	-4.349	0.447	0.462	-0.005
O	30.589	1.483	24.668	-0.174	-0.132	0.585
O	32.025	3.682	24.585	0.394	-0.122	-0.104
O	29.484	-6.593	-5.356	-0.419	-0.32	-0.147
O	31.438	6.243	24.426	-0.727	-0.046	0.277
O	15.741	6.615	-1.475	-0.595	0.386	0.192
O	27.357	-8.059	23.494	-0.343	-0.195	0.188
O	29.316	-6.509	24.444	-0.046	-0.199	0.113
O	31.073	-4.54	24.462	-0.155	0.066	0.266
O	-32.673	-2.57	23.82	-0.275	0.102	0.434
O	-30.883	-0.89	24.792	-0.23	0.196	0.144
O	32.093	8.058	-0.827	0.191	0.219	-0.479
O	-28.455	-0.045	25.243	0.093	0.197	0.317
O	-31.938	6.327	-4.215	-0.114	0.185	-0.061
O	-28.001	4.498	25.836	-0.491	-0.278	-0.272
O	-27.997	6.747	24.462	0.405	0.555	-0.008
O	-32.487	-8.124	23.45	-0.26	0.189	0.157
O	32.009	-6.73	-4.792	-0.023	0.276	0.272
O	-27.582	-2.181	-4.391	-0.003	-0.481	0.394
O	-27.34	-2.325	23.12	-0.046	0.219	-0.323
O	-26.188	-5.197	26.295	0.072	0.013	0.19
O	-23.542	1.116	24.492	-0.404	0.194	0.243
O	-27.014	2.109	24.959	0.194	0.126	0.183
O	-25.666	4.352	24.598	0.371	-0.056	0.34
O	-20.063	2.219	27.396	0.171	-0.012	0.247
O	-26.235	-7.104	24.456	-0.67	-0.318	-0.079
O	-24.302	4.526	-3.93	-0.118	0.394	-0.03
O	-24.402	-5.46	23.63	-0.091	0.02	0.237
O	-22.708	-3.806	24.815	-0.183	-0.391	0.312
O	-19.933	-0.443	27.241	0.277	0.141	-0.253
O	-20.887	-2.015	24.401	-0.106	-0.186	0.238
O	-19.03	-0.31	23.813	0.291	-0.08	0.133
O	-15.726	4.756	27.354	0.339	-0.305	-0.215
O	-22.234	7.51	26.152	0.367	-0.201	0.529
O	-22.721	-7.271	-4.929	0.717	-0.038	0.321
O	-18.501	6.129	24.303	0.323	0.127	0.444
O	-18.99	-5.677	23.774	-0.125	0.107	0.414
O	-21.476	-2.866	-2.712	-0.164	0.477	0.134
O	-8.875	1.173	-4.098	0.1	0.525	-0.157
O	-14.488	2.819	24.681	-0.261	-0.514	0.149
O	-13.68	5.195	23.928	-0.112	0.155	0.328
O	-12.838	7.365	25.198	0.298	0.171	0.18
O	-13.05	6.446	-5.236	0.09	0.284	0.063
O	-17.037	-5.528	-2.884	0.116	0.349	0.226
O	-13.82	-6.922	26.629	-0.138	0.286	0.12
O	-14.749	-4.09	24.199	0.061	-0.527	0.357
O	-12.207	-3.473	24.571	0.087	-0.244	0.31
O	-6.465	-4.051	24.787	-0.126	-0.27	0.448
O	-7.576	1.75	24.528	-0.151	-0.307	0.228
O	-10.995	2.75	23.942	-0.17	-0.207	0.41
O	-8.764	4.152	24.427	0.128	0.179	-0.216
O	-9.255	6.475	-3.77	-0.365	0.392	0.14
O	-9.574	-7.494	25.07	-0.307	-0.038	-0.036
O	-5.471	-1.941	23.801	-0.606	0.067	-0.405
O	-1.688	3.689	-5.49	0.42	0.44	0.124
O	-0.061	2.974	23.33	0.193	0.208	0.057
O	-0.152	1.532	26.967	-0.025	-0.438	-0.15
O	-1.355	6.647	24.352	0.273	-0.051	0.123
O	-7.67	3.52	26.669	-0.148	-0.514	0.307
O	5.588	5.291	26.971	0.152	-0.171	0.64
O	-6.381	5.558	-4.596	0.372	0.198	-0.15
O	5.999	3.841	-4.227	-0.507	0.38	0.026
O	4.967	5.292	-1.988	-0.178	-0.293	-0.403
O	-4.246	-4.398	-0.977	-0.25	0.238	-0.179
O	0.804	-5.563	25.061	0.091	0.149	0.281
O	0.354	-8.062	25.463	0.313	-0.155	-0.553
O	-6.772	-7.743	26.299	-0.335	0.202	-0.355
O	0.926	-5.773	-1.626	-0.159	-0.067	-0.246
O	7.453	-5.013	26.971	0.134	-0.628	0.44
O	-1.964	-5.242	-2.017	0.24	0.037	-0.014
O	4.607	1.743	-4.579	0.161	-0.481	0.194
O	5.897	-3.673	25.435	0.046	-0.027	-0.521
O	1.588	1.666	25.065	-0.456	0.474	-0.355
O	-0.583	-7.844	-0.972	-0.393	-0.345	0.226
O	6.916	7.001	-2.215	0.523	0.475	0.036
O	10.002	7.616	25.752	-0.04	0.358	0.443
O	4.864	7.66	26.319	-0.079	-0.191	-0.342
O	14.905	-0.117	24.475	-0.097	0.113	0.588
O	11.071	-0.675	27.194	-0.565	-0.478	-0.075
O	12.244	6.79	24.619	0.129	-0.36	-0.391
O	15.736	-7.415	-2.479	-0.245	0.239	0.088
O	17.091	7.024	-3.735	0.009	-0.118	0.231
O	18.065	7.668	-1.478	-0.022	-0.461	-0.243
O	14.519	1.262	-2.823	0.4	0.402	-0.318
O	18.265	3.551	-4.744	0.445	0.262	0.328
O	17.5	1.062	-4.616	-0.689	0.344	-0.218
O	-5.744	-5.157	-5.37	-0.026	0.178	0.185
O	15.483	4.181	-2.378	0.091	-0.349	-0.074
O	23.751	7.073	-3.84	-0.147	0.205	0.08
O	23.234	-3.851	-2.175	-0.24	-0.079	-0.464
O	19.97	7.657	25.926	-0.658	0.043	-0.281
O	13.666	4.683	24.615	0.172	-0.239	0.037
O	18.552	-7.23	0.544	0.332	-0.026	0.082
O	16.315	-6.021	26.604	-0.204	0.191	0.242
O	23.582	4.137	-2.791	0.36	0.322	0.419
O	-12.43	-6.976	-4.226	-0.048	-0.53	-0.169
O	28.636	-3.274	-1.674	-0.189	-0.109	-0.201
O	20.506	-7.819	-1.265	0.38	-0.379	-0.37
O	29.698	-4.993	26.568	0.239	0.674	0.097
O	21.744	7.927	-5.113	0.249	0.48	0.429
O	0.595	3.016	-1.495	-0.778	0.253	0.159
O	23.725	-1.959	-4.556	-0.04	-0.265	0.08
O	29.69	3.906	25.674	0.122	0.416	0.301
O	-26.901	4.422	-4.188	0.193	0.474	0.34
O	32.227	5.29	26.688	0.055	-0.045	0.127
O	26.328	-2.591	-4.396	-0.165	-0.372	-0.118
O	-23.009	4.655	-1.553	-0.475	-0.213	-0.063
O	27.675	-6.201	-3.057	0.371	0.253	-0.091
O	-1.976	-3.683	0.113	-0.224	0.325	-0.171
O	-17.379	-4.446	-5.196	0.311	-0.373	-0.137
O	-18.714	-2.739	27.064	-0.002	0.043	-0.296
O	-29.159	-3.903	-5.44	0.056	-0.01	-0.081
O	-31.925	3.148	-2.094	0.2	-0.079	-0.083
O	-26.572	-0.801	-2.294	0.566	0.318	-0.166
O	-29.042	2.212	-0.063	-0.165	0.209	-0.189
O	31.274	4.727	-4.645	-0.509	0.057	0.577
O	-29.604	-7.016	27.355	0.703	-0.079	0.2
O	31.537	2.44	26.853	0.64	-0.166	-0.058
O	-11.899	-1.082	25.433	0.26	0.066	0.15
O	29.696	2.606	-5.271	0.275	-0.212	0.045
O	2.7	2.822	-5.781	0.394	0.312	-0.05
O	-3.517	-5.839	-4.031	-0.302	-0.256	0.221
O	15.31	-4.918	-3.093	-0.075	0.347	-0.456
O	-19.133	2.029	24.951	-0.118	0.143	-0.036
O	7.872	-2.423	26.581	0.419	0.514	0.098
O	10.964	-0.41	0.396	-0.446	0.101	0.008
O	4.14	-4.51	-0.18	0.517	-0.487	-0.443
O	-21.78	5.14	-3.825	-0.145	-0.006	-0.374
O	20.936	3.683	-2.282	-0.14	0.416	0.012
O	-24.694	6.866	26.834	0.24	-0.731	-0.273
O	30.016	-3.97	0.37	-0.185	0.27	0.028
O	-25.869	3.48	26.985	0.721	0.017	0.178
O	16.923	4.637	-0.147	0.543	-0.355	-0.476
O	-13.111	3.756	26.679	-0.04	0.145	-0.401
O	-17.721	3.267	26.654	0.422	0.029	-0.433
O	-16.985	4.424	-1.845	-0.18	-0.674	-0.032
O	-22.957	-4.993	-3.461	-0.324	0.27	-0.411
O	-16.506	7.828	23.656	-0.03	0.022	0.483
O	18.795	2.177	-2.559	-0.485	0.1	0.178
O	-7.263	-1.727	25.766	0.139	0.075	0.441
O	-21.345	-2.654	26.896	-0.128	-0.389	0.355
O	-13.642	-0.876	-4.879	0.142	-0.081	-0.671
O	-17.187	6.132	0.223	-0.063	0.096	-0.216
O	8.027	-2.116	-2.788	-0.305	-0.749	0.259
O	13.778	-0.179	-4.888	-0.254	0.168	-0.261
O	-12.78	1.275	26.075	0.502	0.139	0.604
O	-13.797	2.023	-3.905	0.173	0.433	-0.099
O	-15.159	7.168	26.372	-0.281	0.098	-0.155
O	-14.544	1.225	-1.515	-0.206	0.321	0.462
O	14.449	-3.407	-1.177	-0.685	-0.439	-0.179
O	22.565	5.334	27.127	-0.05	-0.375	-0.04
O	-15.818	0.526	-4.795	-0.245	0.081	-0.419
O	-19.157	7.891	0.929	0.275	-0.274	-0.388
O	-4.051	3.074	-4.576	0.146	-0.313	-0.203
O	-5.485	0.992	-3.958	-0.273	-0.119	-0.514
O	-0.512	5.674	0.834	-0.058	0.12	-0.372
O	-9.138	6.478	-1.138	-0.531	-0.359	0.445
O	-3.8	-0.892	-4.875	0.159	0.334	-0.131
O	-4.544	7.41	25.953	0.368	-0.533	0.317
O	-9.765	7.483	27.335	-0.14	0.06	0.112
O	-5.046	5.752	-2.394	-0.015	0.27	0.01
O	-10.039	-4.1	-4.119	0.327	-0.239	-0.397
O	-3.613	-3.541	-5.17	-0.239	-0.006	0.231
O	16.473	2.824	26.252	-0.35	-0.114	0.044
O	-2.159	-2.436	27.259	-0.239	0.348	0.436
O	0.453	-3.45	-5.64	-0.102	0.189	-0.018
O	-3.494	-0.447	24.613	-0.122	-0.428	0.173
O	-28.33	3.501	-2.217	-0.346	-0.437	-0.064
O	9.916	7.09	-4.424	-0.282	0.254	-0.124
O	-4.01	-6.306	26.68	0.272	0.238	-0.321
O	-6.158	-1.611	-3.986	0.168	-0.373	-0.281
O	-11.842	-4.602	0.18	-0.348	-0.088	-0.096
O	22.281	-1.338	-1.899	-0.331	-0.098	-0.483
O	-3.636	-7.067	24.299	0.413	0.263	0.077
O	-2.826	4.39	-1.785	0.692	-0.05	0.165
O	3.483	-1.911	-5.444	-0.121	-0.427	-0.044
O	-2.563	2.458	0.124	0.212	-0.049	-0.329
O	11.938	2.46	-5.596	0.519	-0.184	-0.008
O	-16.299	-1.946	24.533	-0.198	0.155	-0.146
O	5.376	-1.593	26.89	-0.314	0.511	0.138
O	-19.35	5.182	-2.869	-0.205	-0.25	0.13
O	-8.056	2.026	-1.605	0.502	0.285	-0.148
O	-10.905	5.264	0.931	0.184	-0.297	-0.471
O	14.309	5.024	-0.161	0.159	0.423	-0.049
O	-4.68	3.953	-0.015	-0.561	0.16	-0.314
O	4.921	2.786	26.561	-0.511	-0.421	-0.386
O	9.625	1.33	-5.096	-0.04	0.075	0.168
O	1.262	-5.914	-5.756	0.112	-0.117	0.399
O	5.611	-1.49	-3.83	-0.497	0.05	0.401
O	8.511	-5.021	-1.568	-0.235	0.256	-0.343
O	4.201	-6.671	-5.119	0.194	0.361	0.061
O	-16.086	3.151	-4.4	-0.125	-0.049	0.382
O	27.158	6.496	0.058	0.15	0.027	0.523
O	12.605	-2.452	-5.45	0.104	-0.323	-0.186
O	10.709	4.511	-4.457	-0.257	-0.197	0.583
O	-28.147	-4.258	24.661	-0.461	-0.52	0.206
O	28.108	-0.982	-0.838	0	0.336	-0.078
O	9.204	5.211	26.667	0.2	-0.451	-0.403
O	13.824	6.477	26.673	0.357	0.299	0.047
O	10.011	-0.422	-2.132	-0.41	0.307	-0.162
O	-8.701	-6.424	27.314	-0.246	0.717	-0.173
O	-3.764	-1.551	-0.03	0.013	-0.309	0.04
O	10.393	-2.176	-4.018	-0.103	0.163	-0.153
O	30.104	2.607	1.027	-0.326	0.186	-0.573
O	28.467	4.32	0.129	-0.215	-0.132	-0.493
O	13.04	3.056	-1.198	0.064	0.163	-0.483
O	27.769	-5.344	-0.009	-0.715	0.217	0.356
O	29.789	-5.559	-1.711	0.508	0.042	-0.227
O	-31.844	8.038	26.89	-0.085	-0.679	0.304
O	2.754	-0.411	26.251	0.027	-0.057	0.272
O	-11.28	-6.729	27.035	0.083	0.194	-0.253
O	11.274	7.417	-2.219	0.315	-0.564	0.059
O	31.513	-6.756	25.885	-0.018	-0.323	-0.159
O	16.994	-3.396	-2.021	-0.209	-0.2	-0.728
O	24.862	2.01	0.777	-0.059	0.327	-0.067
O	12.272	4.567	27.396	-0.147	-0.079	-0.736
O	-31.879	-5.712	27.417	-0.247	0.581	-0.214
O	-15.1	1.87	26.97	-0.358	-0.165	-0.326
O	31.775	-5.969	0.455	-0.16	-0.214	0.08
O	17.185	-7.062	24.344	-0.06	-0.484	0.286
O	22.5	-4.552	1.491	-0.582	-0.266	0.175
O	26.304	7.943	26.282	0.133	-0.205	0.006
O	22.168	2.948	-4.548	0.557	0.228	-0.095
O	-19.821	0.442	-0.839	-0.096	0.551	-0.221
O	26.156	3.617	-2.281	0.165	-0.245	0.309
O	4.369	-2.013	-0.986	-0.022	0.225	-0.619
O	-20.891	-7.698	24.221	-0.279	-0.06	0.342
O	30.965	7.287	-5.161	-0.097	-0.229	-0.312
O	24.297	1.836	-1.793	0.317	-0.438	-0.138
O	30.498	-1.143	-1.771	-0.058	-0.202	0.023
O	-11.803	-2.25	-3.689	-0.244	-0.097	0.53
O	2.977	4.203	-0.775	0.501	-0.313	0.233
O	-27.3	-7.557	-2.994	-0.099	0.457	0.084
O	27.254	1.608	-5.309	0.422	-0.309	0.176
O	-27.9	-0.113	-0.119	0.036	0.25	0.295
O	-30.802	5.58	-2.005	0.325	-0.038	0.053
O	-26.486	6.494	0.315	0.242	-0.263	0.178
O	11.812	-4.432	-4.007	0.403	-0.006	0.043
O	-11.917	4.277	-4.138	-0.027	-0.463	-0.254
O	-15.581	4.046	0.207	-0.274	-0.048	-0.473
O	-29.745	7.573	-3.497	-0.36	0.306	-0.631
O	22.414	-6.301	-2.298	0.243	-0.512	-0.652
O	-26.582	-7.676	27.023	-0.225	0.15	0.031
O	-11.592	-3.172	27.128	-0.167	0.264	-0.108
O	-14.27	-0.301	24.576	-0.107	-0.108	0.364
O	-30.142	-2.593	0.232	-0.038	-0.101	0.263
O	-16.011	-2.145	-4.883	0.235	-0.131	0.124
O	26.022	-8.084	-3.255	0.426	-0.239	0.123
O	24.529	0.596	26.732	-0.402	-0.012	0.032
O	-25.891	-7.198	0.135	-0.058	0.279	-0.436
O	-31.362	4.255	0.164	0.078	-0.239	0.165
O	-24.454	2.497	1.007	0.021	0.214	-0.261
O	-30.329	-7.574	24.886	0.012	0.403	0.025
O	16.823	5.134	27.381	0.181	0.027	-0.433
O	32.003	5.376	-1.289	0.013	-0.261	-0.472
O	-27.797	-2.631	-0.979	-0.024	-0.178	-0.524
O	-23.183	-1.308	25.514	-0.669	-0.218	0.217
O	-2.516	0.747	26.922	-0.539	-0.271	0.177
O	-22.169	0.853	26.662	-0.008	0.318	-0.204
O	-22.649	2.655	-3.09	0.129	0.065	0.332
O	20.804	-5.404	-0.407	0.236	-0.155	0.156
O	13.998	-1.214	-2.379	-0.452	-0.418	-0.327
O	-12.443	5.317	-1.821	0.03	-0.036	0.007
O	10.88	-6.856	-3.765	-0.562	0.226	-0.456
O	-31.274	5.288	24.678	0.466	0.385	0.501
O	-15.222	-0.907	-0.043	-0.278	0.003	-0.033
O	-25.253	7.455	-1.768	-0.07	-0.219	-0.109
O	2.155	2.355	-3.288	0.127	0.245	0.271
O	-11.036	-0.059	-4.966	-0.164	0.244	-0.35
O	-15.223	-1.009	-2.709	0.297	-0.576	0.12
O	-12.518	0.129	-2.743	0.203	-0.248	0.274
O	-14.9	6.101	-1.204	-0.125	0.076	-0.128
O	-8.756	-1.386	-4.583	-0.022	-0.421	-0.334
O	-10.001	4.351	-2.358	0.177	-0.357	0.126
O	21.085	1.194	26.496	0.569	0.145	-0.315
O	14.663	1.222	-0.234	0.416	-0.327	-0.246
O	-19.639	-7.281	-2.181	0.324	-0.294	0.29
O	-17.119	0.235	-1.381	-0.011	-0.032	-0.564
O	-19.319	-6.143	-4.438	-0.606	0.133	-0.437
O	25.952	5.731	-3.733	0.006	-0.026	-0.47
O	-9.553	1.31	0.445	-0.007	0.058	0.648
O	-22.237	1.133	0.323	0.262	0.223	-0.178
O	-6.714	-7.346	-4.324	-0.106	-0.685	-0.144
O	-6.193	3.449	-3.095	-0.531	-0.353	0.214
O	-8.042	-3.078	-2.717	0.346	-0.004	0.529
O	24.876	-1.793	-2.26	0.394	0.297	0.469
O	-17.845	-8.068	-4.263	0.098	-0.207	-0.548
O	-13.253	7.803	-2.301	-0.129	-0.062	-0.36
O	6.356	-0.413	-1.598	0.299	0.322	0.293
O	-4.176	2.215	-2.003	0.245	-0.536	-0.046
O	17.513	4.21	24.263	-0.148	0.416	0.237
O	-20.785	4.214	-0.072	0.356	-0.254	-0.515
O	-31.782	-6.098	-1.546	-0.389	0.168	-0.462
O	-29.378	-7.033	-1.548	0.402	-0.117	0.218
O	22.679	3.139	-0.135	-0.165	0.215	-0.483
O	0.561	0.498	-2.077	0.396	-0.488	-0.121
O	-1.611	1.286	24.446	0.334	-0.227	0.209
O	-7.002	7.043	0.215	0.398	0.262	-0.504
O	-16.498	-3.97	26.167	0.294	-0.107	0.329
O	-4.226	4.204	26.587	-0.316	0.438	0.112
O	-4.557	-6.785	0.08	0.229	-0.374	-0.109
O	-5.793	-6.152	-2.132	0.619	0.282	-0.278
O	-11.044	5.192	27.398	-0.209	-0.173	-0.68
O	-6.828	5.97	26.259	0.309	-0.129	-0.13
O	23.859	-0.256	24.27	-0.047	0.187	-0.02
O	2.396	-2.794	0.578	0.117	-0.352	0.216
O	0.436	-1.364	-0.23	0.162	-0.246	-0.343
O	2.78	-4.554	23.662	-0.118	-0.031	0.597
O	2.482	1.952	0.221	-0.252	-0.199	-0.14
O	3.817	6.661	-0.102	0.092	0.116	-0.07
O	22.343	0.28	-4.733	0.573	0.015	0.498
O	2.409	-3.575	-1.979	-0.284	0.357	-0.202
O	29.98	-7.718	-3.143	-0.094	-0.727	0.213
O	-22.322	-7.279	-2.361	-0.186	-0.546	0.138
O	20.393	-0.372	-0.192	0.174	-0.423	0.248
O	20.856	-4.05	25.336	0.219	-0.207	0.226
O	20.028	1.538	-4.713	-0.302	-0.547	-0.104
O	-0.433	-5.678	0.627	-0.192	-0.046	0.286
O	19.835	-5.827	-2.834	-0.364	-0.018	0.061
O	7.188	-6.858	-2.771	0.293	0.632	-0.494
O	10.028	6.737	0.019	-0.066	-0.358	-0.425
O	27.245	-5.908	26.507	0.047	0.254	-0.411
O	-29.67	-4.442	-1.454	0.01	0.25	-0.42
O	16.967	1.602	24.052	0.459	0.253	-0.31
O	21.231	1.111	-2.124	0.526	0.125	-0.592
O	13.674	2.919	1.333	-0.187	0.047	0.472
O	2.486	6.194	-2.311	-0.327	0.219	-0.007
O	7.702	0.19	-3.735	-0.062	-0.113	0.16
O	27.673	-2.406	27.041	0.026	-0.015	-0.086
O	15.853	-5.364	-0.502	0.285	-0.404	-0.089
O	11.151	-5.272	-1.591	0.404	-0.063	0.372
O	-8.183	-5.635	-3.137	-0.416	-0.211	-0.39
O	6.938	-6.725	-0.167	-0.124	-0.08	-0.305
O	13.961	7.701	1.006	-0.108	-0.187	-0.091
O	-2.125	-8.054	26.292	0.141	0.317	0.361
O	-24.783	-6.866	-3.358	-0.305	0.629	0.222
O	-12.776	7.005	0.121	-0.219	0.279	-0.195
O	-30.839	1.389	-3.76	-0.075	-0.059	-0.115
O	-29.483	5.054	-4.137	-0.171	-0.047	-0.795
O	28.576	-3.988	-4.739	0.017	-0.183	0.619
O	31.486	0.581	0.138	-0.072	-0.08	-0.156
O	21.084	-2.068	-4.365	0.19	-0.26	0.308
O	27.438	5.581	25.682	0.29	0.128	0.39
O	-21.137	-5.117	-1.577	0.655	0.182	0.312
O	12.324	0.67	-1.561	0.286	-0.392	-0.496
O	21.233	5.235	0.703	-0.34	0.078	-0.23
O	16.036	-0.842	-3.895	-0.149	-0.464	0.357
O	19.823	2.199	-0.193	0.188	0.434	0.195
O	-25.965	-2.831	25.242	0.128	-0.099	0.398
O	-23.469	0.421	-4.175	0.138	-0.438	0.196
O	29.805	6.526	-0.556	0.031	0.446	-0.036
O	23.529	-2.524	0.027	0.555	0.09	0.132
O	18.629	-4.004	-0.15	-0.467	-0.23	0.046
O	28.563	-1.22	24.754	0.474	0.229	0.576
O	10.173	-2.912	-1.522	0.312	0.31	0.347
O	-29.408	-2.103	26.645	0.051	-0.164	-0.145
O	-9.787	-2.633	25.417	0.276	-0.727	0.1
O	-28.567	4.812	0.066	-0.318	-0.092	0.69
O	-0.537	6.209	26.805	-0.544	-0.354	0.655
O	21.805	-1.995	26.646	-0.136	0.523	-0.165
O	19.248	7.314	-5.198	0.227	-0.276	0.418
O	-6.536	-4.905	0.07	-0.067	-0.01	0.146
O	-0.461	0.943	0.369	0.488	0.042	0.133
O	10.018	1.72	-0.71	-0.18	0.476	-0.527
O	-8.233	-2.902	0.815	-0.29	-0.117	-0.209
O	3.156	-5.867	-2.926	0.342	0.178	-0.051
O	-9.877	-4.607	-1.492	0.436	0.473	0.437
O	25.589	-0.108	-4.241	0.421	0.079	0.063
O	16.628	-1.332	26.863	-0.632	-0.137	-0.264
O	-1.809	-0.378	-1.406	-0.043	0.44	-0.097
O	-8.184	-5.601	23.747	-0.201	-0.048	0.392
O	-32.488	-1.575	-0.631	-0.098	-0.516	-0.236
O	2.263	-8.126	-3.924	-0.359	0.225	-0.138
O	27.38	3.055	26.363	-0.384	-0.551	-0.087
O	-0.707	-2.947	25.225	-0.197	0.243	0.327
O	-21.137	6.436	-1.634	0.244	0.612	0.131
O	21.671	5.5	-3.979	-0.751	0.119	0.14
O	-26.564	3.29	-0.159	0.355	-0.344	-0.67
O	-10.134	-1.219	0.103	-0.425	-0.238	-0.398
O	-28.279	6.866	-1.519	0.173	-0.31	-0.251
O	18.554	-1.402	-4.39	0.099	0.217	0.073
O	8.216	5.138	-4.488	-0.099	0.376	-0.337
O	-22.404	6.048	0.605	0.276	0.143	0.277
O	-29.446	6.78	26.569	-0.331	-0.35	0.206
O	-30.165	-5.643	-3.661	0.14	-0.14	-0.128
O	1.604	5.763	-4.747	0.116	-0.255	0.295
O	26.029	-1.094	25.486	-0.153	-0.264	0.202
O	28.425	-7.625	-0.959	0.011	-0.505	0.054
O	-21.142	-7.093	0.017	-0.191	0.27	-0.132
O	22.855	0.501	-0.111	0.091	-0.279	0.63
O	-19.044	-3.934	-3.22	-0.024	-0.152	0.06
O	8.297	3.231	0.412	0.242	0.048	-0.455
O	-4.048	2.047	25.153	-0.565	-0.174	0.088
O	-28.736	2.655	-4.703	-0.032	0.084	-0.485
O	22.88	-7.132	1.579	0.369	0.034	-0.182
O	-13.687	2.518	1.02	-0.319	0.119	-0.44
O	9.919	-4.171	27.177	0.203	-0.206	-0.151
O	-19.196	2.496	1.108	0.012	0.154	-0.231
O	-17.424	5.279	-4.469	-0.383	0.26	-0.113
O	-7.716	-7.858	-1.851	0.334	-0.082	-0.219
O	-16.124	-6.653	-0.663	-0.175	-0.304	-0.12
O	-9.355	-0.327	26.648	0.322	0.435	-0.133
O	-13.568	-2.719	0.875	0.066	-0.074	-0.462
O	-6.037	3.781	24.65	-0.007	0.319	-0.374
O	-12.016	0.683	0.095	-0.318	-0.055	-0.38
O	-10.148	0.474	-1.909	-0.29	0.004	-0.493
O	-24.783	0.429	26.739	-0.179	-0.085	-0.264
O	3.864	4.538	25.048	-0.251	-0.435	-0.151
O	-14.352	-6.131	-2.564	-0.036	0.512	-0.338
O	-17.195	6.795	-2.395	-0.091	0.217	0.455
O	7.101	1.864	-5.561	0.07	-0.069	-0.562
O	-7.763	-0.467	-2.329	0.312	-0.096	0.662
O	-5.591	0.123	0.84	-0.064	0.07	-0.452
O	-3.138	5.499	-4.212	0.342	0.497	-0.324
O	28.08	5.459	-2.192	0.161	0.272	-0.482
O	-19.656	-1.604	-4.028	0.133	0.489	0.168
O	5.375	-7.834	23.308	0.238	0.156	0.399
O	9.299	-7.437	-1.162	-0.125	0.064	-0.223
O	-2.645	7.81	0.938	0.018	-0.334	-0.545
O	8.22	2.754	-3.338	0.096	0.085	0.589
O	-25.41	2.217	-4.446	-0.324	0.126	0.467
O	-4.297	-0.611	-2.349	-0.399	0.385	0.366
O	-4.704	-2.579	26.163	0.057	-0.187	0.15
O	5.134	-6.107	26.202	0.228	-0.107	-0.559
O	31.901	2.211	-3.986	-0.53	-0.06	0.063
O	8.662	6.048	24.151	-0.66	-0.271	-0.276
O	25.841	1.399	24.553	0.238	0.311	0.369
O	-21.708	2.85	23.621	-0.082	0.068	0.179
O	15.122	-6.668	-4.918	-0.405	0.049	-0.227
O	-20.883	1.166	-4.17	0.358	-0.324	0.505
O	-2.5	6.902	-2.073	-0.243	0.26	0.54
O	13.246	-6.419	-2.909	0.027	-0.172	0.339
O	13.165	-1.714	0.139	-0.117	-0.344	-0.06
O	0.067	6.901	-2.966	-0.295	-0.158	-0.066
O	-25.812	7.247	-4.419	0.171	-0.635	0.004
O	-8.728	3.717	0.328	0.465	0.285	-0.191
O	19.284	-3.976	-4.577	-0.096	0.012	-0.4
O	-24.207	-6.982	26.128	0.366	0.488	-0.225
O	12.472	7.498	-4.667	0.281	0.394	-0.006
O	-2.698	-2.688	-2.162	0.255	0.003	-0.31
O	-0.973	-5.172	-4.463	-0.114	0.014	-0.101
O	2.063	6.074	26.224	0.258	0.499	0.287
O	25.022	-5.701	-2.717	0.125	0.309	0.052
O	-15.35	7.377	-4.374	0.17	0.328	0.375
O	6.959	5.349	-0.225	0.353	0.433	0.182
O	-20.308	7.416	-4.039	-0.405	-0.034	-0.627
O	20.025	-6.426	-5.404	0.222	0.139	-0.237
O	0.496	-1.6	27.072	-0.136	0.314	0.2
O	27.18	-2.511	1.275	-0.102	-0.302	-0.199
O	15.723	-1.214	-0.342	-0.088	0.245	-0.1
O	4.687	0.276	0.256	0.498	0.005	0.232
O	-30.284	0.257	27.154	-0.425	0.374	-0.017
O	6.648	7.815	-4.731	0.428	-0.086	-0.033
O	-12.197	2.721	-2.017	-0.037	-0.007	0.131
O	-11.798	-6.405	-1.72	0.186	-0.18	-0.209
O	2.4	0.321	-4.636	0.001	-0.008	0.606
O	24.775	-6.221	25.782	-0.354	-0.183	0.358
O	28.595	-1.573	-3.563	0.285	0.407	-0.162
O	32.557	0.532	-2.19	0.274	-0.19	-0.306
O	-23.462	-3.834	-1.131	-0.498	-0.051	-0.17
O	-28.461	0.208	-3.892	-0.181	0.079	0.336
O	-19.912	4.439	25.921	-0.426	0.167	0.42
O	-12.454	-4.521	-5.024	-0.428	0.049	0.327
O	4.757	-7.982	-2.959	-0.19	-0.366	0.364
O	-22.09	0.197	-2.037	-0.342	0.007	-0.152
O	-0.525	1.986	-3.904	-0.098	-0.205	0.214
O	-25.959	-0.247	-4.809	0.095	-0.388	-0.377

Results
total energy: -397827.597 eV
total energy less fixed offsets of O -438.25, Si -107.07 eV per atom: 20.203 eV
